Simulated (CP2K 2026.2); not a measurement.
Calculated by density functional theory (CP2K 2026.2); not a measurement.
Periodic cell of 3456 atoms, Si2304O1152, from a study of silicon, its oxide and their interface. The atomic structure is a simulated model.
Doubt: the forces sum to 0.95 eV/angstrom along one axis rather than to zero, so they err by at least 0.0003 eV/angstrom per atom on average; the grid cutoff is modest.

Settings
functional: PBE
method: Gaussian and plane waves
basis set: DZVP-MOLOPT-SR-GTH
pseudopotentials: GTH-PBE
grid cutoff: 300 Ry, relative cutoff 40 Ry
k points: Gamma only
occupations: fixed
spin: none
net charge: 0

Cell vectors (angstrom)
a 130.56 0 0
b 0 16.32 0
c 7.8795 -1.5762 27.876

Atoms: element, x, y, z (angstrom)
Si 1.371 -1.563 -0.322
Si 3.857 1.647 0.204
Si 1.525 3.843 0.143
Si 4.193 6.776 -0.335
Si 0.97 -6.721 -0.044
Si 4.186 -4.644 0.035
Si 6.904 -1.728 -0.086
Si 9.418 1.481 0.28
Si 7.119 3.544 -0.037
Si 10.013 6.245 -0.135
Si 6.517 9.589 0.013
Si 9.204 -3.856 0.006
Si 12.232 -1.673 -0.081
Si 14.302 1.96 -0.022
Si 12.109 4.095 0.496
Si 15.146 6.59 0.67
Si 12.915 -7.694 -0.304
Si 14.506 -3.936 -0.224
Si 2.628 -0.122 1.168
Si 5.511 2.664 1.433
Si 2.787 5.497 1.168
Si 5.373 8.029 1.278
Si 2.619 -5.713 1.334
Si 5.314 -2.889 1.201
Si 8.099 -0.17 1.294
Si 10.77 2.677 1.715
Si 8.209 5.297 1.13
Si 11.059 -8.392 1.112
Si 8.149 -5.561 1.215
Si 10.782 -2.805 1.359
Si 13.43 0.029 1.117
Si 16.153 2.762 1.261
Si 13.574 5.341 1.779
Si 16.578 -8.238 1.648
Si 13.572 -5.683 1.022
Si 16.207 -2.891 1.119
Si 1.288 1.248 2.598
Si 4.098 4.113 2.623
Si 1.39 6.736 2.619
Si 4.003 9.319 2.694
Si 1.339 -4.196 2.614
Si 3.996 -1.467 2.561
Si 6.78 1.2 2.717
Si 9.368 4.096 2.827
Si 6.823 6.666 2.523
Si 9.607 -6.953 2.445
Si 6.726 -4.222 2.593
Si 9.457 -1.449 2.72
Si 12.204 1.207 2.771
Si 14.967 3.933 2.916
Si 12.193 6.812 2.85
Si 15 -6.786 2.612
Si 12.204 -4.308 2.506
Si 14.885 -1.387 2.448
Si -0.061 -0.081 3.959
Si 2.678 2.673 3.908
Si -0.033 5.418 3.978
Si 2.657 8.042 4.076
Si -0.063 -5.521 3.968
Si 2.673 -2.819 3.964
Si 5.344 -0.131 3.983
Si 8.065 2.627 4.097
Si 5.452 5.399 4.008
Si 8.178 -8.253 3.867
Si 5.369 -5.56 3.972
Si 8.067 -2.85 3.985
Si 10.814 -0.113 4.089
Si 13.565 2.554 4.144
Si 10.796 5.427 4.129
Si 13.634 -8.125 4.043
Si 10.853 -5.584 3.924
Si 13.554 -2.815 3.835
Si 1.215 -1.46 10.74
Si 3.965 1.241 10.754
Si 1.226 3.984 10.77
Si 3.957 6.762 10.752
Si 1.243 9.43 10.836
Si 3.977 -4.186 10.718
Si 6.692 -1.464 10.757
Si 9.48 1.268 10.662
Si 6.686 3.999 10.71
Si 9.494 -9.534 10.767
Si 6.753 -6.84 10.753
Si 9.454 -4.099 10.774
Si 12.179 -1.409 10.767
Si 14.939 1.358 10.753
Si 12.238 4.059 10.774
Si 14.952 -9.535 10.785
Si 12.167 -6.846 10.759
Si 14.912 -4.112 10.801
Si 2.583 -0.139 12.082
Si 5.335 2.62 12.079
Si 2.589 5.37 12.074
Si 5.358 8.132 12.067
Si 2.64 -5.509 12.134
Si 5.317 -2.865 12.1
Si 8.07 -0.022 12.017
Si 10.892 2.581 12.006
Si 8.076 5.391 11.986
Si 10.833 -8.171 12.177
Si 8.105 -5.471 12.128
Si 10.79 -2.729 12.155
Si 13.545 0.004 12.066
Si 16.27 2.731 12.144
Si 13.582 5.46 12.163
Si 16.239 -8.147 12.207
Si 13.491 -5.475 12.112
Si 16.294 -2.73 12.133
Si 1.176 1.212 13.387
Si 3.975 4.021 13.376
Si 1.226 6.613 13.535
Si 4.019 -6.861 13.482
Si 1.324 -4.137 13.528
Si 3.906 -1.552 13.44
Si 6.711 1.263 13.431
Si 9.442 3.93 13.185
Si 6.746 6.764 13.354
Si 9.471 -6.774 13.528
Si 6.697 -4.178 13.499
Si 9.397 -1.293 13.434
Si 12.238 1.322 13.51
Si 14.895 4.081 13.56
Si 12.236 -9.471 13.553
Si 14.771 -6.778 13.566
Si 12.138 -4.137 13.493
Si 14.922 -1.287 13.413
Si -0.137 -0.068 14.888
Si 2.503 2.672 14.597
Si -0.116 5.409 15.138
Si 2.726 7.927 14.715
Si 0.025 -5.496 14.909
Si 2.649 -2.839 15.01
Si 5.293 -0.178 14.668
Si 8.122 2.692 14.673
Si 5.445 5.32 14.671
Si 8.078 8.136 14.762
Si 5.364 -5.542 14.943
Si 7.953 -2.614 14.727
Si 10.769 0.038 14.847
Si 13.563 2.679 14.972
Si 10.835 5.228 14.478
Si 13.413 -8.013 15.123
Si 10.713 -5.36 14.984
Si 13.529 -2.667 14.673
Si 0.993 -1.649 16.231
Si 3.981 1.357 15.741
Si 1.069 3.632 16.199
Si 4.296 6.753 16.047
Si 1.354 -7.118 16.031
Si 4.28 -3.979 16.377
Si 6.38 -1.608 16.175
Si 9.609 1.649 16.121
Si 7.117 4.339 15.987
Si 9.33 6.431 15.684
Si 6.454 -7.236 16.193
Si 9.481 -3.638 16.086
Si 11.926 -1.617 15.985
Si 15.218 1.632 16.365
Si 11.836 3.834 16.08
Si 15.086 -9.27 16.231
Si 12.043 -6.431 16.612
Si 15.149 -3.496 16.153
Si 11.212 3.131 -7.131
Si 0.163 5.327 -2.15
Si 12.137 -4.625 19.008
Si 6.577 7.18 -7.009
Si -2.674 -0.091 -5.046
Si 8.599 -8.215 20.268
Si 2.321 -8.082 -5.456
Si 10.978 0.156 -2.109
Si 2.04 7.868 -2.334
Si -1.661 -4.21 -2.804
Si 5.348 -1.321 -2.781
Si 7.065 -7.075 -2.974
Si 2.508 0.053 18.257
Si 1.04 1.819 20.453
Si 3.167 -3.318 -2.351
Si 8.28 -5.095 -7.207
Si 3.317 -6.13 18.407
Si 5.756 -4.188 -6.589
Si 3.772 3.554 -4.297
Si 17.133 6.79 20.103
Si -3.769 -2.166 -3.152
Si 5.873 4.97 -2.364
Si -4.235 0.903 -7.147
Si 0.116 -3.867 -7.101
Si 0.294 -0.412 -4.841
Si 3.512 1.042 -2.492
Si -3.223 2.839 -5.103
Si 10.719 -5.404 -2.322
Si 13.589 -2.125 18.399
Si 13.132 5.748 18.283
Si 0.884 -3.314 -4.14
Si 5.654 2.754 17.796
Si -3.445 -6.555 -3.294
Si 8.541 -4.74 -4.104
Si 8.417 2.838 -6.122
Si 3.3 4.619 18.215
Si 7.566 5.416 -4.788
Si 5.231 -6.912 -5.38
Si 1.957 5.143 -6.006
Si 7.418 -2.09 -4.858
Si 9.756 8.049 -2.688
Si 10.784 7.613 18.145
Si 9.375 -0.789 20.334
Si 17.942 -5.264 18.903
Si 7.554 0.463 18.271
Si 6.223 -6.981 19.143
Si 9.322 -3.514 18.957
Si -3.178 6.869 -4.573
Si 14.267 0.637 19.326
Si 0.476 0.56 -2.062
Si 3.723 3.037 -7.17
Si 10.321 6.964 -5.299
Si -5.354 6.146 -6.756
Si -0.928 4.987 -5
Si 17.35 -1.459 -0.296
Si 20.628 1.195 -0.032
Si 17.248 4.502 0.11
Si 20.422 6.828 0.57
Si 18.192 -7.465 0.086
Si 20.954 -4.546 -0.294
Si 22.927 -1.022 -0.016
Si 26.052 1.399 -0.16
Si 22.572 4.557 -0.027
Si 26.397 6.355 -0.209
Si 23.156 -6.813 0.116
Si 26.349 -4.523 -0.15
Si 29.318 -1.86 -0.215
Si 30.902 2.07 -0.244
Si 28.605 4.165 0.215
Si 31.469 6.54 0.023
Si 28.748 -6.657 -0.089
Si 31.542 -4.047 0.2
Si 18.881 -0.054 1.02
Si 21.731 2.774 1.302
Si 18.92 5.384 1.565
Si 21.92 -8.117 1.605
Si 19.177 -5.541 1.052
Si 21.815 -2.782 1.083
Si 24.621 0.044 1.197
Si 27.222 2.716 1.36
Si 24.556 5.413 1.06
Si 27.435 -8.264 1.122
Si 24.695 -5.499 1.258
Si 27.45 -2.78 1.032
Si 30.082 0.091 0.977
Si 32.63 2.884 1.193
Si 30.036 5.46 1.501
Si 32.688 -8.006 1.106
Si 30.107 -5.448 1.382
Si 32.857 -2.486 1.286
Si 17.6 1.307 2.493
Si 20.352 3.982 2.744
Si 17.757 6.719 3.042
Si 20.449 -6.718 2.716
Si 17.7 -4.197 2.429
Si 20.317 -1.445 2.404
Si 23.203 1.402 2.558
Si 25.788 4.073 2.597
Si 23.317 6.712 2.672
Si 26.013 -6.928 2.553
Si 23.242 -4.073 2.511
Si 26.003 -1.418 2.429
Si 28.659 1.275 2.515
Si 31.392 4.095 2.76
Si 28.654 6.85 2.707
Si 31.423 -6.808 2.688
Si 28.653 -4.078 2.597
Si 31.393 -1.16 2.531
Si 16.269 -0.079 3.88
Si 18.971 2.587 3.985
Si 16.306 5.344 4.223
Si 19.153 -8.119 4.143
Si 16.35 -5.434 3.945
Si 19.021 -2.789 3.84
Si 21.754 -0.062 3.785
Si 24.492 2.715 3.995
Si 21.817 5.389 3.983
Si 24.623 -8.201 3.997
Si 21.859 -5.367 3.973
Si 24.596 -2.719 3.848
Si 27.284 -0.054 3.873
Si 29.963 2.672 3.952
Si 27.213 5.439 3.943
Si 30.017 -8.121 4.045
Si 27.292 -5.476 3.924
Si 30.024 -2.632 3.868
Si 17.679 -1.419 10.75
Si 20.418 1.305 10.74
Si 17.638 4.063 10.758
Si 20.381 -9.578 10.697
Si 17.611 -6.831 10.763
Si 20.407 -4.104 10.739
Si 23.156 -1.388 10.683
Si 25.859 1.301 10.696
Si 23.125 3.966 10.701
Si 25.885 -9.562 10.742
Si 23.13 -6.826 10.735
Si 25.93 -4.082 10.685
Si 28.564 -1.406 10.729
Si 31.303 1.342 10.682
Si 28.568 4.062 10.716
Si 31.33 -9.463 10.701
Si 28.613 -6.794 10.718
Si 31.295 -4.078 10.728
Si 19.038 -0.046 12.081
Si 21.79 2.624 12.127
Si 18.994 5.444 12.094
Si 21.728 -8.23 12.047
Si 18.968 -5.436 12.061
Si 21.818 -2.74 12.055
Si 24.526 -0.071 12.069
Si 27.201 2.668 12.059
Si 24.518 5.299 12.012
Si 27.259 -8.157 12.064
Si 24.574 -5.448 11.996
Si 27.252 -2.783 12.152
Si 29.946 -0.041 12.033
Si 32.694 2.726 11.962
Si 29.937 5.49 11.989
Si 32.67 -8.136 12.118
Si 29.957 -5.447 12.11
Si 32.65 -2.708 12.059
Si 17.658 1.324 13.424
Si 20.351 4.024 13.381
Si 17.664 -9.5 13.532
Si 20.303 -6.844 13.353
Si 17.611 -4.119 13.502
Si 20.434 -1.399 13.409
Si 23.192 1.227 13.494
Si 25.805 3.942 13.464
Si 23.144 -9.662 13.291
Si 25.905 -6.77 13.4
Si 23.277 -4.077 13.347
Si 25.855 -1.418 13.482
Si 28.592 1.312 13.37
Si 31.356 4.138 13.239
Si 28.583 -9.538 13.418
Si 31.303 -6.789 13.494
Si 28.644 -4.131 13.55
Si 31.283 -1.363 13.447
Si 16.254 0.073 14.835
Si 19.026 2.654 14.77
Si 16.276 5.471 14.897
Si 18.942 -8.026 14.915
Si 16.097 -5.361 14.897
Si 19.079 -2.754 14.748
Si 21.797 -0.126 14.85
Si 24.535 2.542 14.938
Si 21.749 5.366 14.672
Si 24.558 -8.299 14.548
Si 21.881 -5.543 14.452
Si 24.502 -2.761 14.917
Si 27.305 -0.076 14.763
Si 29.992 2.77 14.518
Si 27.159 5.366 14.716
Si 29.953 -8.185 14.832
Si 27.232 -5.48 14.913
Si 30.03 -2.751 14.918
Si 17.563 -1.448 16
Si 20.655 1.519 16.064
Si 17.492 3.83 16.102
Si 20.652 -9.285 15.912
Si 17.179 -6.894 16.257
Si 20.67 -4.137 15.773
Si 22.763 -1.806 16.255
Si 25.926 1.029 16.261
Si 22.838 3.774 16.032
Si 25.996 -9.398 16.02
Si 22.982 -7.154 15.734
Si 26.172 -3.81 16.229
Si 28.47 -1.556 16.177
Si 31.521 1.707 15.865
Si 28.824 4.246 15.873
Si 31.083 -9.877 16.002
Si 28.278 -7.198 16.143
Si 31.748 -3.814 16.159
Si 21.596 4.895 -2.743
Si 18.286 2.987 -4.783
Si 28.696 -4.116 20.106
Si 23.028 2.763 -7.127
Si 19.86 -3.082 19.172
Si 16.252 -6.678 -7.024
Si 16.808 5.833 -6.925
Si 27.512 -0.574 -2.148
Si 17.144 7.994 -2.577
Si 14.431 -2.737 -4.641
Si 24.778 -1.261 -2.418
Si 24.843 4.847 -6.139
Si 19.291 -0.284 18.244
Si 9.521 0.112 -4.783
Si 21.113 -5.074 -3.235
Si 31.243 -7.58 20.283
Si 20.55 -5.617 18.36
Si 28.613 -7.092 19.181
Si 18.449 5.065 -2.551
Si 32.737 7.513 18.112
Si 13.876 1.302 -2.882
Si 22.293 2.457 -4.229
Si 12.426 -0.675 -5.777
Si 19.157 -7.187 -7.041
Si 16.296 -3.642 -7.01
Si 23.456 -2.13 -4.86
Si 16.101 2.812 -6.913
Si 26.153 -5.31 -2.904
Si 32.895 -0.404 19.35
Si 27.238 3.056 18.103
Si 19.361 -7.266 -4.242
Si 13.471 2.103 -5.589
Si 13.809 -5.055 -2.922
Si 23.684 -5.085 -4.747
Si 24.937 1.897 -2.722
Si 19.019 5.613 18.167
Si 26.785 2.676 -4.83
Si 23.334 6.866 -4.313
Si 20.895 7.154 -5.816
Si 20.641 -2.596 -4.741
Si 24.992 -8.056 -2.176
Si 24.733 5.022 18.087
Si 18.657 -1.358 -2.825
Si 31.512 -4.594 19.23
Si 24.458 -0.776 18.477
Si 23.188 -6.727 18.56
Si 25.986 -3.476 19.14
Si 14.119 -7.982 -3.089
Si 30.266 0.054 18.112
Si 15.874 -0.916 -2.815
Si 20.046 1.273 -2.83
Si 19.597 4.763 -6.708
Si 12.354 5.83 -7.177
Si 14.653 7.308 -5.791
Si 34.079 -1.124 -0.276
Si 37.038 1.414 -0.082
Si 33.856 4.536 0.03
Si 36.938 6.656 0.06
Si 33.804 -6.173 -0.025
Si 36.998 -4.158 0.048
Si 39.213 -0.867 -0.17
Si 42.353 1.41 -0.169
Si 39.226 4.506 -0.026
Si 42.767 6.844 0.055
Si 39.17 -6.503 0.262
Si 42.154 -4.346 -0.112
Si 44.611 -0.924 -0.089
Si 47.965 1.189 0.172
Si 44.897 4.529 -0.031
Si 47.675 6.979 0.195
Si 45.417 -7.097 0.237
Si 47.997 -4.059 0.194
Si 35.483 0.132 1.159
Si 38.162 2.911 1.331
Si 35.419 5.55 1.42
Si 38.054 -8.12 1.44
Si 35.366 -5.192 1.394
Si 38.187 -2.521 1.205
Si 40.857 0.158 1.177
Si 43.611 2.921 1.164
Si 40.948 5.669 1.135
Si 43.824 -8.129 1.615
Si 40.859 -5.427 1.456
Si 43.598 -2.763 1.1
Si 46.309 0.018 1.327
Si 49.137 2.731 1.517
Si 46.435 5.462 1.473
Si 49.32 -8.328 1.495
Si 46.504 -5.396 1.396
Si 49.145 -2.662 1.631
Si 34.033 1.454 2.493
Si 36.761 4.151 2.722
Si 34.042 7 2.609
Si 36.686 -6.688 2.69
Si 34.106 -3.84 2.748
Si 36.804 -1.223 2.597
Si 39.562 1.512 2.621
Si 42.254 4.244 2.574
Si 39.585 6.899 2.655
Si 42.294 -6.764 2.758
Si 39.511 -3.917 2.646
Si 42.221 -1.335 2.497
Si 44.95 1.484 2.598
Si 47.744 4.07 2.833
Si 45.132 6.8 2.918
Si 47.891 -6.808 2.749
Si 45.008 -4.015 2.614
Si 47.638 -1.32 2.819
Si 32.734 0.113 3.946
Si 35.384 2.751 3.968
Si 32.741 5.549 3.993
Si 35.388 -8.053 4.049
Si 32.747 -5.345 3.985
Si 35.508 -2.558 4.057
Si 38.187 0.118 3.952
Si 40.939 2.842 3.975
Si 38.203 5.511 3.996
Si 40.913 -8.112 4.079
Si 38.141 -5.332 3.97
Si 40.908 -2.617 3.99
Si 43.589 0.048 3.912
Si 46.313 2.723 4.104
Si 43.625 5.46 4.093
Si 46.494 -8.114 4.174
Si 43.664 -5.36 4.034
Si 46.297 -2.713 4.112
Si 34.009 -1.352 10.68
Si 36.749 1.405 10.63
Si 34.046 4.144 10.677
Si 36.793 -9.467 10.773
Si 34.036 -6.818 10.71
Si 36.8 -4.077 10.733
Si 39.499 -1.376 10.726
Si 42.192 1.38 10.811
Si 39.488 4.137 10.75
Si 42.225 -9.427 10.804
Si 39.505 -6.758 10.848
Si 42.216 -4.067 10.903
Si 44.856 -1.408 10.883
Si 47.598 1.358 10.959
Si 44.904 4.076 10.861
Si 47.618 -9.477 10.985
Si 44.891 -6.74 10.949
Si 47.585 -4.066 10.994
Si 35.386 0.037 11.945
Si 38.059 2.754 12.005
Si 35.363 5.52 12.067
Si 38.126 -8.121 12.198
Si 35.44 -5.497 12.017
Si 38.18 -2.746 12.098
Si 40.825 -0.032 12.095
Si 43.522 2.732 12.21
Si 40.859 5.519 12.082
Si 43.529 -8.116 12.287
Si 40.878 -5.451 12.264
Si 43.525 -2.723 12.341
Si 46.175 -0.041 12.222
Si 48.974 2.722 12.327
Si 46.232 5.436 12.234
Si 48.918 -8.13 12.439
Si 46.191 -5.372 12.372
Si 48.875 -2.727 12.431
Si 34.027 1.35 13.317
Si 36.666 4.081 13.355
Si 34.051 -9.443 13.502
Si 36.703 -6.774 13.542
Si 34.043 -4.159 13.274
Si 36.74 -1.325 13.254
Si 39.409 1.356 13.298
Si 42.184 4.201 13.472
Si 39.539 -9.506 13.502
Si 42.21 -6.785 13.744
Si 39.497 -4.09 13.574
Si 42.078 -1.35 13.605
Si 44.775 1.251 13.562
Si 47.567 4.095 13.607
Si 44.885 -9.535 13.587
Si 47.499 -6.748 13.753
Si 44.868 -4.027 13.831
Si 47.446 -1.32 13.707
Si 32.69 0.029 14.712
Si 35.309 2.71 14.712
Si 32.701 5.404 14.71
Si 35.303 -8.059 14.986
Si 32.72 -5.393 14.759
Si 35.425 -2.78 14.482
Si 38.026 0.032 14.635
Si 40.671 2.824 14.559
Si 38.043 5.438 14.647
Si 40.864 -8.251 15.049
Si 38.112 -5.458 14.906
Si 40.789 -2.728 15.023
Si 43.288 0.072 15.033
Si 46.266 2.548 14.769
Si 43.58 5.433 14.975
Si 46.191 -8.237 15.024
Si 43.581 -5.471 15.23
Si 46.081 -2.508 15.255
Si 33.945 -1.625 15.784
Si 36.863 1.544 15.978
Si 33.773 3.819 16.085
Si 36.921 -9.413 15.998
Si 33.85 -6.671 16.349
Si 36.946 -3.733 15.981
Si 39.102 -1.441 16.055
Si 42.08 1.845 16.077
Si 39.059 3.801 15.921
Si 42.426 -9.433 16.425
Si 39.161 -7.149 16.218
Si 42.353 -3.869 16.447
Si 44.332 -1.365 16.56
Si 47.83 1.564 16.241
Si 44.726 3.654 16.02
Si 47.665 -9.394 16.461
Si 44.691 -7.23 16.489
Si 47.661 -3.699 16.525
Si 40.519 2.774 -2.41
Si 33.947 1.764 -7.149
Si 45.98 -7.396 19.431
Si 44.462 0.461 19.248
Si 27.486 -0.144 -5.328
Si 30.818 -7.593 -7.114
Si 40.459 3.019 18.309
Si 43.798 -1.354 -2.82
Si 35.7 -7.697 -2.041
Si 29.271 -3.582 -6.995
Si 41.033 -2.219 -2.136
Si 40.162 4.929 -4.337
Si 35.44 -0.158 18.087
Si 29.183 3.633 -6.192
Si 31.63 -5.516 -4.873
Si 38.56 -4.92 -4.637
Si 35.807 -5.364 18.282
Si 36.052 -2.055 -7.061
Si 37.318 4.306 -4.472
Si 46.925 6.148 19.378
Si 33.321 -0.265 -4.809
Si 35.388 3.047 -2.245
Si 25.333 -1.331 -6.926
Si 33.056 7.078 -6.514
Si 31.875 -2.724 -6.206
Si 35.748 -4.147 -4.978
Si 32.103 4.144 -6.757
Si 43.201 -6.989 -1.651
Si 41.444 -1.96 -7.218
Si 44.887 3.361 18.812
Si 33.114 -7.695 -3.724
Si 37.189 -0.727 20.405
Si 28.676 -5.377 -4.505
Si 40.156 7.681 -4.719
Si 38.557 1.567 -4.517
Si 35.197 5.65 18.143
Si 40.83 0.919 -6.566
Si 36.638 -6.632 -6.003
Si 37.37 6.959 -6.071
Si 42.639 -8.124 -6.394
Si 38.749 -6.814 -2.602
Si 42.456 5.18 19.031
Si 35.757 -2.782 -2.429
Si 46.64 -4.464 19.465
Si 39.861 -1.043 18.892
Si 38.138 -7.059 18.815
Si 41.404 -3.679 19.222
Si 30.314 8.016 -2.302
Si 47.429 0.782 19.151
Si 32.904 1.1 -2.266
Si 36.386 -0.661 -4.342
Si 47.538 3.432 20.363
Si 27.41 6.135 -6.881
Si 28.722 7.985 -5.023
Si 50.176 -1.063 0.269
Si 53.072 1.718 0.231
Si 50.818 3.94 0.402
Si 53.415 6.661 0.689
Si 51.195 -7.545 0.342
Si 52.881 -4.532 0.074
Si 55.516 -1.733 -0.062
Si 58.452 1.02 0.046
Si 55.767 4.686 0.27
Si 58.522 6.851 0.643
Si 56.295 -7.333 0.326
Si 59.032 -4.64 0.257
Si 62.059 -1.691 0.379
Si 64.163 1.284 0.904
Si 61.994 3.554 0.296
Si 64.656 6.675 0.531
Si 61.317 -6.833 0.709
Si 64.076 -3.987 0.855
Si 51.881 0.043 1.446
Si 54.723 2.816 1.452
Si 51.925 5.355 1.852
Si 54.754 -8.227 1.873
Si 51.885 -5.76 1.734
Si 54.277 -2.996 1.42
Si 57.058 -0.288 1.381
Si 60.015 2.518 1.39
Si 57.242 5.44 1.929
Si 60.047 -8.299 1.937
Si 57.296 -5.575 1.564
Si 60.094 -2.768 1.377
Si 62.754 -0.156 2.029
Si 65.496 2.684 2.13
Si 62.825 5.415 1.59
Si 65.451 -7.96 1.956
Si 62.746 -5.508 2.003
Si 65.449 -2.527 2.003
Si 50.5 1.349 2.874
Si 53.327 3.957 3.038
Si 50.498 6.727 3.056
Si 53.322 -6.877 3.14
Si 50.5 -4.168 2.882
Si 53.141 -1.434 2.804
Si 55.921 1.267 2.806
Si 58.705 3.901 2.928
Si 55.962 6.755 3.318
Si 58.604 -6.85 3.119
Si 55.829 -4.192 2.835
Si 58.595 -1.48 2.784
Si 61.223 1.282 3.056
Si 64.041 4.148 3.222
Si 61.432 6.623 3.132
Si 64.038 -6.828 3.393
Si 61.27 -4.055 3.085
Si 64.09 -1.354 3.46
Si 49.056 0.007 4.176
Si 51.854 2.642 4.308
Si 49.068 5.382 4.293
Si 51.848 -8.211 4.392
Si 49.099 -5.455 4.233
Si 51.809 -2.754 4.234
Si 54.511 -0.058 4.192
Si 57.276 2.582 4.279
Si 54.531 5.355 4.487
Si 57.302 -8.159 4.563
Si 54.597 -5.441 4.415
Si 57.22 -2.802 4.21
Si 59.851 -0.103 4.342
Si 62.61 2.697 4.456
Si 59.979 5.296 4.415
Si 62.641 -8.251 4.598
Si 59.922 -5.431 4.459
Si 62.618 -2.773 4.583
Si 50.271 -1.372 11.06
Si 53.034 1.373 11.057
Si 50.34 4.091 11.013
Si 53.061 -9.521 11.158
Si 50.303 -6.799 11.08
Si 53.005 -4.091 11.147
Si 55.725 -1.411 11.174
Si 58.479 1.373 11.247
Si 55.727 4.075 11.179
Si 58.466 -9.475 11.234
Si 55.693 -6.829 11.189
Si 58.435 -4.082 11.26
Si 61.152 -1.319 11.329
Si 63.851 1.374 11.449
Si 61.177 4.062 11.295
Si 63.931 -9.471 11.369
Si 61.157 -6.764 11.333
Si 63.874 -4.02 11.384
Si 51.657 0.02 12.358
Si 54.319 2.72 12.502
Si 51.638 5.453 12.45
Si 54.355 -8.169 12.623
Si 51.613 -5.446 12.486
Si 54.355 -2.761 12.552
Si 57.083 -0.035 12.497
Si 59.796 2.748 12.672
Si 57.04 5.507 12.518
Si 59.773 -8.117 12.672
Si 57.027 -5.472 12.544
Si 59.745 -2.67 12.632
Si 62.463 0.008 12.8
Si 65.192 2.78 12.81
Si 62.543 5.448 12.61
Si 65.275 -8.137 12.788
Si 62.505 -5.397 12.698
Si 65.17 -2.672 12.831
Si 50.336 1.384 13.716
Si 52.956 4.111 13.865
Si 50.259 -9.512 13.82
Si 52.906 -6.798 13.926
Si 50.213 -4.103 13.828
Si 52.944 -1.322 13.772
Si 55.696 1.301 13.779
Si 58.39 4.216 13.878
Si 55.752 -9.529 14.018
Si 58.296 -6.79 13.999
Si 55.696 -4.157 13.946
Si 58.354 -1.325 13.989
Si 61.114 1.423 14.135
Si 63.847 4.233 14.12
Si 61.207 -9.519 13.924
Si 63.89 -6.746 14.059
Si 61.088 -4.017 13.987
Si 63.778 -1.37 14.239
Si 48.92 0 14.943
Si 51.595 2.733 15.209
Si 48.844 5.42 15.091
Si 51.493 -8.128 15.307
Si 48.754 -5.388 15.214
Si 51.56 -2.652 15.113
Si 54.347 -0.048 15.163
Si 56.977 2.774 15.039
Si 54.282 5.454 15.304
Si 57.066 -8.17 15.511
Si 54.291 -5.487 15.321
Si 57.023 -2.764 15.319
Si 59.658 0.034 15.43
Si 62.454 2.925 15.457
Si 59.753 5.592 15.262
Si 62.556 -8.196 15.306
Si 59.655 -5.36 15.248
Si 62.35 -2.778 15.562
Si 49.938 -1.51 16.388
Si 53.203 1.527 16.43
Si 49.951 3.896 16.463
Si 53.064 -9.319 16.611
Si 49.781 -7.022 16.578
Si 53.054 -3.836 16.434
Si 55.361 -1.681 16.558
Si 58.483 1.776 16.493
Si 55.411 3.755 16.469
Si 58.895 -9.117 16.774
Si 55.339 -7.11 16.727
Si 58.654 -3.784 16.704
Si 60.804 -1.482 16.806
Si 63.962 1.775 16.783
Si 60.745 4.04 16.677
Si 64.13 -9.092 16.861
Si 61.005 -6.86 16.355
Si 63.144 -4.643 16.859
Si 57.01 1.362 -2.566
Si 51.11 4.134 -5.245
Si 52.617 -1.876 -6.647
Si 53.902 2.839 -6.024
Si 53.352 -2.251 20.096
Si 48.359 -7.296 -6.167
Si 57.163 3.095 18.733
Si 61.875 0.446 -2.05
Si 50.443 -5.367 -1.415
Si 45.058 -3.587 -4.275
Si 58.484 -2.874 -3.869
Si 64.913 -1.866 19.372
Si 51.702 -0.209 18.577
Si 43.237 2.63 -6.444
Si 50.286 -1.929 -2.626
Si 55.685 -5.15 -6.398
Si 51.094 -5.115 18.672
Si 53.286 -6.129 -4.515
Si 49.918 3.708 -2.324
Si 63.31 7.175 19.823
Si 46.949 3.186 -2.054
Si 54.209 0.175 -2.039
Si 41.231 -3.759 -4.838
Si 48.169 7.239 -2.78
Si 53.311 -5.204 20.509
Si 54.81 -6.083 -1.964
Si 48.737 2.871 -6.91
Si 57.814 5.703 -4.61
Si 59.321 -0.444 -2.45
Si 52.994 -8.178 -6.512
Si 47.511 -3.452 -2.573
Si 44.822 0.414 -5.121
Si 43.402 -6.014 -4.44
Si 55.623 7.412 -5.552
Si 58.231 4.966 -1.635
Si 51.375 5.484 18.845
Si 61.058 0.555 -6.299
Si 56.698 3.094 -5.06
Si 49.629 6.585 -5.207
Si 52.84 -3.286 -3.971
Si 55.748 -3.341 -2.707
Si 59.412 5.22 19.029
Si 50.059 1.107 -3.4
Si 63.163 -4.008 19.942
Si 56.191 -1.351 19.518
Si 55.972 -6.564 19.765
Si 57.807 -4.116 19.638
Si 48.532 -6.088 -3.366
Si 62.464 0.154 18.964
Si 47.231 1.876 -4.624
Si 52.721 0.49 -4.64
Si 59.301 7.958 -6.231
Si 44.165 5.658 -6.506
Si 46.875 6.618 -5.327
Si 66.405 -0.833 0.596
Si 69.876 1.098 0.621
Si 66.606 4.144 0.716
Si 69.133 6.762 0.527
Si 66.265 -6.145 0.522
Si 69.62 -4.143 0.744
Si 72.257 -1.12 0.738
Si -56.159 1.637 0.785
Si 72.199 3.863 0.857
Si -55.593 6.543 0.662
Si 71.709 -6.463 0.653
Si -55.17 -4.474 0.644
Si -52.483 -1.94 0.507
Si -50.452 1.23 0.548
Si -53.346 4.334 0.355
Si -50.938 7.507 0.548
Si -53.168 -6.753 1.216
Si -50.382 -4.204 1.016
Si 68.125 0.098 1.895
Si 70.757 2.654 2.148
Si 68.139 5.322 2.041
Si 70.59 -8.142 1.851
Si 67.998 -5.312 1.926
Si 70.94 -2.674 1.959
Si -57.007 0.039 2.249
Si -54.377 2.737 1.817
Si -57.164 5.484 2.019
Si -54.591 -8.25 2.175
Si -57.062 -5.423 1.835
Si -54.221 -2.78 1.941
Si -51.752 -0.122 1.922
Si -49.222 2.913 1.75
Si -51.824 5.573 1.708
Si -49.307 -8.058 2.117
Si -51.74 -5.425 2.435
Si -48.97 -2.653 1.993
Si 66.875 1.373 3.426
Si 69.437 4.041 3.457
Si 66.782 6.868 3.277
Si 69.306 -6.774 3.279
Si 66.741 -3.961 3.343
Si 69.46 -1.336 3.266
Si -58.455 1.333 3.54
Si -55.747 4.071 3.311
Si -58.541 6.892 3.292
Si -55.906 -6.782 3.397
Si -58.326 -4.06 3.317
Si -55.594 -1.406 3.361
Si -53.108 1.315 3.237
Si -50.515 4.209 3.195
Si -53.097 6.756 3.37
Si -50.412 -6.801 3.687
Si -53.093 -3.993 3.59
Si -50.359 -1.333 3.376
Si 65.441 0.037 4.736
Si 68.101 2.737 4.836
Si 65.366 5.506 4.617
Si 68.062 -8.13 4.719
Si 65.37 -5.38 4.672
Si 68.119 -2.66 4.7
Si -59.842 -0.029 4.788
Si -57.074 2.757 4.768
Si -59.779 5.482 4.721
Si -57.221 -8.126 4.758
Si -59.796 -5.417 4.619
Si -57.025 -2.718 4.731
Si -54.362 0.016 4.745
Si -51.771 2.747 4.595
Si -54.433 5.408 4.74
Si -51.81 -8.219 4.853
Si -54.498 -5.442 4.788
Si -51.678 -2.642 4.84
Si 66.555 -1.339 11.442
Si 69.336 1.417 11.461
Si 66.584 4.121 11.446
Si 69.342 -9.444 11.517
Si 66.624 -6.755 11.465
Si 69.308 -4.032 11.572
Si -58.488 -1.333 11.556
Si -55.736 1.407 11.566
Si -58.49 4.123 11.533
Si -55.734 -9.483 11.585
Si -58.52 -6.723 11.559
Si -55.744 -4.041 11.595
Si -53.02 -1.338 11.584
Si -50.283 1.374 11.542
Si -53.023 4.119 11.578
Si -50.305 -9.513 11.553
Si -53.043 -6.801 11.6
Si -50.285 -4.072 11.535
Si 67.895 0.078 12.736
Si 70.684 2.761 12.863
Si 67.923 5.504 12.794
Si 70.671 -8.06 12.912
Si 67.895 -5.385 12.902
Si 70.687 -2.67 12.929
Si -57.128 0.051 12.883
Si -54.367 2.759 12.94
Si -57.113 5.472 12.895
Si -54.391 -8.147 13.013
Si -57.167 -5.363 12.926
Si -54.371 -2.69 12.974
Si -51.609 0.007 12.912
Si -48.937 2.715 12.931
Si -51.653 5.465 12.945
Si -48.925 -8.17 12.916
Si -51.631 -5.435 12.905
Si -48.884 -2.72 12.861
Si 66.513 1.354 14.144
Si 69.237 4.128 14.132
Si 66.608 -9.476 14.219
Si 69.282 -6.693 14.283
Si 66.469 -4.034 14.244
Si 69.231 -1.228 14.108
Si 72.068 1.409 14.232
Si -55.76 4.117 14.285
Si 72.082 -9.443 14.197
Si -55.841 -6.743 14.28
Si 72.065 -4.01 14.348
Si -55.779 -1.279 14.272
Si -52.946 1.402 14.262
Si -50.296 4.119 14.331
Si -52.973 -9.52 14.383
Si -50.264 -6.765 14.304
Si -52.948 -4.07 14.296
Si -50.222 -1.362 14.263
Si 65.107 0.07 15.575
Si 67.842 2.754 15.468
Si 65.206 5.529 15.604
Si 67.935 -8.103 15.621
Si 65.068 -5.409 15.62
Si 67.853 -2.558 15.437
Si 70.574 0.1 15.502
Si 73.448 2.735 15.633
Si 70.633 5.515 15.403
Si 73.378 -8.121 15.674
Si 70.625 -5.337 15.702
Si 73.39 -2.542 15.71
Si -54.322 0.044 15.57
Si -51.639 2.734 15.722
Si -54.398 5.424 15.714
Si -51.608 -8.103 15.754
Si -54.437 -5.381 15.575
Si -51.519 -2.735 15.669
Si 66.471 -1.327 16.899
Si 69.474 1.739 16.784
Si 66.311 3.847 16.853
Si 69.507 -9.37 16.852
Si 66.386 -6.878 16.911
Si 69.466 -3.54 16.789
Si 71.705 -1.328 16.938
Si 75.048 1.525 16.927
Si 71.754 3.973 16.702
Si 74.976 -9.284 16.976
Si 71.688 -7.072 16.958
Si 75.114 -3.664 16.853
Si -53.101 -1.479 16.882
Si -49.971 1.543 16.91
Si -53.305 3.798 17.066
Si -49.841 -9.159 16.961
Si -53.378 -6.989 16.908
Si -49.831 -3.878 16.908
Si -59.701 5.214 -1.578
Si -61.439 3.227 -6.877
Si -53.165 -5.881 19.852
Si -58.116 0.426 -6.15
Si 64.25 1.974 -3.445
Si 63 -4.122 -5.545
Si -58.036 3.766 19.494
Si -52.232 -1.2 -2.489
Si 66.702 7.945 -1.093
Si 59.195 -5.486 -2.676
Si -56.612 -3.944 -4.827
Si -56.61 5.556 -4.427
Si -62.417 0.358 19.062
Si 62.104 5.355 -6.637
Si -61.689 -3.194 -3.988
Si -56.264 -5.862 -7.025
Si -62.356 -5.237 18.918
Si -61.775 -5.69 -5.552
Si 66.643 3.627 -2.343
Si -49.171 6.297 19.678
Si 60.688 3.248 -2.171
Si -60.533 -0.485 -4.903
Si 60.417 -2.478 -6.114
Si 66.437 -7.663 -5.32
Si 64.6 -2.16 -6.833
Si -57.04 -0.017 -1.645
Si -62.593 0.536 -6.823
Si -55.365 -4.714 -2.201
Si -56.368 -1.664 -6.797
Si -53.332 4.466 20.044
Si 63.868 -6.607 -4.095
Si 62.025 2.942 -4.88
Si 57.399 -6.609 -4.737
Si -57.658 -6.687 -2.104
Si -54.48 0.64 -3.28
Si -62.488 5.208 19.114
Si -57.445 3.218 -5.639
Si -61.481 4.163 -3.911
Si 67.056 6.304 -3.588
Si -59.34 -4.864 -4.072
Si -57.049 6.912 -2.043
Si -55.963 5.907 19.877
Si -62.111 -2.122 -1.376
Si -50.259 -5.142 19.717
Si -57.501 0.657 19.044
Si -59.417 -5.854 19.513
Si -55.34 -3.669 19.777
Si 61.807 -7.269 -2.219
Si -51.549 0.047 19.21
Si 65.253 0.646 -6.114
Si -60.181 0.264 -2.029
Si -58.49 5.856 -6.463
Si 58.512 1.533 -6.78
Si 61.861 7.696 -4.772
Si -48.079 -0.915 0.586
Si -45.361 1.401 0.378
Si -47.983 4.538 0.453
Si -44.984 6.603 0.74
Si -48.29 -6.501 0.75
Si -44.921 -4.301 0.764
Si -42.05 -1.796 0.329
Si -39.268 1.126 0.286
Si -42.674 4.514 0.447
Si -39.117 6.456 0.344
Si -42.727 -6.514 0.578
Si -39.942 -4.052 0.594
Si -37.003 -1.064 0.208
Si -34.817 2.045 0.361
Si -37.004 4.198 0.742
Si -34.502 6.984 0.205
Si -36.507 -6.926 0.346
Si -33.831 -4.15 0.289
Si -46.538 0.162 1.963
Si -43.787 2.766 1.624
Si -46.391 5.318 2.03
Si -43.768 -8.116 1.924
Si -46.5 -5.491 1.973
Si -43.658 -2.694 1.858
Si -40.913 -0.071 1.558
Si -38.337 2.668 1.837
Si -40.91 5.502 1.675
Si -38.131 -8.138 1.652
Si -41.122 -5.465 1.973
Si -38.186 -2.736 1.532
Si -35.591 0.166 1.64
Si -32.937 2.825 1.634
Si -35.522 5.586 1.831
Si -32.875 -8.17 1.51
Si -35.371 -5.371 1.65
Si -32.643 -2.676 1.619
Si -47.843 1.568 3.261
Si -44.973 3.991 3.279
Si -47.795 6.805 3.268
Si -45.123 -6.832 3.331
Si -47.662 -4.028 3.375
Si -45.046 -1.284 3.168
Si -42.32 1.345 2.929
Si -39.688 4.078 3.125
Si -42.235 6.855 3.132
Si -39.564 -6.841 3.071
Si -42.38 -4.049 3.322
Si -39.538 -1.387 3.006
Si -36.906 1.366 3.165
Si -34.128 4.188 3.105
Si -36.86 6.918 3.179
Si -34.089 -6.782 3.017
Si -36.834 -4.065 2.955
Si -34.129 -1.287 2.892
Si -49.048 0.101 4.681
Si -46.359 2.73 4.666
Si -49.114 5.453 4.652
Si -46.415 -8.208 4.687
Si -48.982 -5.371 4.826
Si -46.282 -2.664 4.659
Si -43.61 0.044 4.468
Si -41.003 2.672 4.445
Si -43.583 5.441 4.522
Si -40.874 -8.159 4.526
Si -43.712 -5.447 4.641
Si -40.87 -2.697 4.504
Si -38.225 -0.051 4.47
Si -35.486 2.763 4.434
Si -38.227 5.444 4.448
Si -35.449 -8.071 4.474
Si -38.175 -5.427 4.38
Si -35.463 -2.689 4.301
Si -47.566 -1.392 11.431
Si -44.849 1.322 11.39
Si -47.6 4.034 11.48
Si -44.825 -9.539 11.446
Si -47.587 -6.828 11.487
Si -44.801 -4.114 11.427
Si -42.123 -1.438 11.373
Si -39.392 1.315 11.315
Si -42.152 4.037 11.346
Si -39.448 -9.557 11.313
Si -42.117 -6.855 11.387
Si -39.394 -4.133 11.362
Si -36.664 -1.373 11.291
Si -33.966 1.327 11.197
Si -36.732 3.993 11.212
Si -33.945 -9.533 11.198
Si -36.69 -6.823 11.32
Si -33.919 -4.083 11.31
Si -46.179 -0.06 12.742
Si -43.458 2.655 12.735
Si -46.187 5.386 12.759
Si -43.422 -8.205 12.825
Si -46.15 -5.489 12.77
Si -43.435 -2.784 12.824
Si -40.721 -0.08 12.667
Si -38.026 2.669 12.693
Si -40.781 5.378 12.696
Si -38.096 -8.179 12.668
Si -40.758 -5.506 12.748
Si -37.964 -2.781 12.673
Si -35.274 -0.002 12.632
Si -32.607 2.679 12.569
Si -35.326 5.359 12.47
Si -32.519 -8.195 12.546
Si -35.251 -5.501 12.671
Si -32.5 -2.722 12.677
Si -47.519 1.24 14.136
Si -44.83 4.008 14.086
Si -47.517 -9.616 14.164
Si -44.819 -6.844 14.164
Si -47.442 -4.097 14.131
Si -44.822 -1.38 14.131
Si -42.083 1.238 14.045
Si -39.466 3.975 14.049
Si -42.042 -9.617 14.174
Si -39.401 -6.83 14.152
Si -42.079 -4.195 14.199
Si -39.321 -1.418 14.015
Si -36.577 1.363 14.055
Si -33.984 4.076 13.896
Si -36.738 -9.703 13.812
Si -33.866 -6.925 13.986
Si -36.573 -4.121 14.059
Si -33.892 -1.318 14.028
Si -48.815 -0.045 15.625
Si -46.145 2.591 15.417
Si -48.833 5.443 15.654
Si -46.101 -8.317 15.489
Si -48.734 -5.419 15.535
Si -46.129 -2.74 15.533
Si -43.432 -0.059 15.47
Si -40.71 2.5 15.447
Si -43.431 5.277 15.47
Si -40.672 -8.268 15.601
Si -43.521 -5.518 15.623
Si -40.618 -2.78 15.433
Si -37.884 -0.109 15.351
Si -35.284 2.83 15.451
Si -38.064 5.359 15.309
Si -35.331 -8.464 15.129
Si -37.957 -5.447 15.459
Si -35.15 -2.768 15.411
Si -47.621 -1.618 16.966
Si -44.565 1.527 16.801
Si -47.678 3.681 16.78
Si -44.6 -9.56 16.857
Si -47.515 -7.013 16.782
Si -44.561 -3.775 16.956
Si -42.216 -1.64 16.701
Si -39.103 1.295 16.744
Si -42.282 3.659 16.72
Si -38.909 -9.353 16.82
Si -42.411 -7.232 16.793
Si -38.98 -3.766 16.836
Si -36.666 -1.57 16.754
Si -33.731 1.752 16.829
Si -37.083 3.775 16.741
Si -33.939 -9.778 16.542
Si -36.71 -7.161 16.441
Si -33.378 -3.915 16.482
Si -39.535 5.612 -4
Si -46.946 3.8 -4.73
Si -36.686 -4.724 20.439
Si -41.726 2.153 -6.427
Si -51.87 -0.276 -6.92
Si -49.938 -7.88 -6.775
Si -41.05 4.269 19.559
Si -34.81 -2.014 -1.901
Si -47.517 7.227 -0.798
Si -50.842 -3.693 -3.88
Si -40.789 -0.168 -4.584
Si -37.639 4.129 -5.569
Si -45.646 -0.256 19.124
Si -54.582 2.511 -5.988
Si -46.233 -4.061 -1.888
Si -44.036 7.588 -6.661
Si -45.947 -6.714 19.499
Si -45.047 -5.931 -6.352
Si -47.432 2.537 -1.849
Si -33.64 5.568 19.41
Si -52.402 2.369 -1.849
Si -44.958 0.02 -3.971
Si -45.865 -3.863 19.946
Si -47.459 -7.114 -5.13
Si -49.896 -2.564 -6.689
Si -43.234 -2.258 -4.804
Si -49.322 3.203 -6.683
Si -38.466 -5.653 -1.587
Si -40.983 1.632 -2.111
Si -44.589 2.375 -6.043
Si -48.598 -5.528 -2.864
Si -51.083 1.83 -4.764
Si -52.72 -6.031 -3.427
Si -42.392 -7.439 -2.397
Si -41.802 4.367 -2.586
Si -46.321 5.235 19.022
Si -33.921 3.057 -4.083
Si -43.86 6.473 -3.636
Si -46.802 6.585 -3.632
Si -43.806 -4.929 -3.603
Si -39.545 7.931 -2.456
Si -38.244 5.111 19.149
Si -47.21 -1.307 -2.427
Si -34.759 -5.749 18.51
Si -40.453 -0.466 19.029
Si -42.842 -6.769 19.628
Si -39.398 -3.354 19.775
Si -50.691 -7.791 -2.308
Si -35.455 0.252 19.104
Si -49.497 0.339 -2.915
Si -43.305 0.135 -1.417
Si -40.181 4.919 -6.782
Si -53.94 5.535 -5.965
Si -52.144 7.74 -4.779
Si -31.451 -1.17 0.212
Si -28.947 1.78 0.315
Si -31.274 3.901 0.377
Si -28.313 6.607 0.401
Si -31.752 -6.496 0.31
Si -28.579 -4.743 0.012
Si -25.949 -1.447 0.051
Si -23.181 1.181 0.336
Si -26.308 4.3 0.637
Si -22.791 6.224 0.159
Si -26.205 -6.818 0.268
Si -23.786 -3.75 -0.085
Si -21.019 -1.09 0.032
Si -18.571 1.797 -0.384
Si -20.589 4.084 0.321
Si -17.638 6.759 0.292
Si -19.946 -7.561 -0.172
Si -17.314 -4.392 -0.457
Si -29.991 0.06 1.536
Si -27.526 2.8 1.855
Si -30.073 5.513 1.572
Si -27.28 -8.203 1.79
Si -30.092 -5.517 1.643
Si -27.509 -2.825 1.189
Si -24.78 -0.014 1.52
Si -21.954 2.708 1.595
Si -24.504 5.397 1.583
Si -21.697 -8.334 1.262
Si -24.653 -5.443 1.323
Si -22.044 -2.789 1.22
Si -19.278 0.072 1.104
Si -16.634 2.782 0.847
Si -19.108 5.423 1.523
Si -16.127 -8.009 1.099
Si -19.004 -5.558 0.853
Si -16.302 -2.627 0.805
Si -31.511 1.361 2.897
Si -28.846 4.191 3.106
Si -31.46 6.853 2.91
Si -28.748 -6.859 3.01
Si -31.339 -4.054 3.001
Si -28.679 -1.428 2.779
Si -26.056 1.348 2.93
Si -23.274 4.026 2.964
Si -25.821 6.782 2.975
Si -23.139 -6.84 2.523
Si -26.08 -4.107 2.677
Si -23.322 -1.431 2.727
Si -20.505 1.292 2.716
Si -17.708 3.976 2.602
Si -20.456 6.79 2.811
Si -17.643 -6.732 2.407
Si -20.452 -4.181 2.307
Si -17.74 -1.332 2.252
Si -32.783 0.005 4.327
Si -30.179 2.723 4.332
Si -32.742 5.519 4.402
Si -30.106 -8.178 4.347
Si -32.714 -5.425 4.356
Si -29.994 -2.677 4.292
Si -27.366 -0.076 4.214
Si -24.649 2.674 4.254
Si -27.295 5.477 4.31
Si -24.459 -8.073 4.115
Si -27.341 -5.414 4.191
Si -24.68 -2.775 4.061
Si -21.894 -0.064 4.021
Si -19.092 2.677 3.977
Si -21.84 5.451 4.146
Si -18.992 -8.07 3.889
Si -21.767 -5.455 3.832
Si -19.097 -2.726 3.651
Si -31.221 -1.38 11.2
Si -28.546 1.328 11.061
Si -31.263 4.067 11.184
Si -28.505 -9.521 11.04
Si -31.223 -6.788 11.15
Si -28.471 -4.066 11.026
Si -25.803 -1.38 10.885
Si -23.036 1.349 10.648
Si -25.832 4.088 10.836
Si -22.998 -9.428 10.689
Si -25.749 -6.796 10.912
Si -23.037 -4.045 10.743
Si -20.313 -1.303 10.629
Si -17.619 1.446 10.56
Si -20.273 4.153 10.611
Si -17.622 -9.439 10.52
Si -20.314 -6.726 10.621
Si -17.609 -4.013 10.546
Si -29.825 -0.025 12.543
Si -27.128 2.724 12.3
Si -29.805 5.426 12.466
Si -27.098 -8.14 12.335
Si -29.78 -5.419 12.434
Si -27.094 -2.708 12.371
Si -24.355 0.024 12.064
Si -21.583 2.697 11.884
Si -24.379 5.525 11.967
Si -21.615 -8.06 12.036
Si -24.29 -5.437 12.164
Si -21.661 -2.629 12.001
Si -18.933 0.095 11.925
Si -16.271 2.761 11.961
Si -18.942 5.603 11.941
Si -16.291 -8.117 11.897
Si -18.908 -5.377 11.909
Si -16.283 -2.638 11.906
Si -31.211 1.332 13.936
Si -28.44 4.022 13.781
Si -31.085 -9.518 13.891
Si -28.435 -6.783 13.787
Si -30.981 -4.094 13.955
Si -28.356 -1.345 13.888
Si -25.598 1.393 13.474
Si -22.918 4.14 13.076
Si -25.596 -9.519 13.497
Si -22.841 -6.717 13.514
Si -25.625 -4.13 13.548
Si -22.979 -1.283 13.413
Si -20.242 1.425 13.335
Si -17.558 4.269 13.239
Si -20.205 -9.323 13.39
Si -17.568 -6.719 13.289
Si -20.219 -3.975 13.225
Si -17.569 -1.211 13.292
Si -32.579 0.076 15.452
Si -29.788 2.671 15.26
Si -32.49 5.38 15.137
Si -29.69 -8.179 15.3
Si -32.334 -5.571 15.235
Si -29.637 -2.699 15.444
Si -26.741 0.063 15.001
Si -24.114 2.83 14.534
Si -26.854 5.358 14.887
Si -24.221 -8.09 14.824
Si -26.935 -5.425 15.016
Si -24.209 -2.745 14.779
Si -21.573 0.057 14.739
Si -18.889 2.933 14.55
Si -21.622 5.479 14.415
Si -18.897 -7.9 14.839
Si -21.384 -5.277 14.736
Si -18.91 -2.592 14.556
Si -31.353 -1.516 16.702
Si -28.213 1.26 16.341
Si -31.396 3.9 16.587
Si -27.867 -9.388 16.221
Si -30.955 -6.767 16.812
Si -27.782 -3.838 16.547
Si -25.555 -1.589 16.251
Si -22.568 1.805 15.915
Si -25.144 4.219 16.061
Si -23.052 -9.773 15.867
Si -25.749 -7.044 16.247
Si -22.562 -3.799 16.065
Si -20.431 -1.547 15.988
Si -17.465 1.782 15.941
Si -20.453 4.092 15.844
Si -17.31 -9.093 16.024
Si -19.646 -5.998 16.159
Si -17.395 -3.88 15.727
Si -24.97 2.627 -1.615
Si -21.387 0.257 20.024
Si -20.041 -5.973 19.206
Si -26.513 0.927 -7.236
Si -36.716 -4.598 -6.369
Si -25.734 6.071 20.488
Si -23.492 4.575 19.478
Si -20.983 -1.203 -3.031
Si -30.142 -6.157 -2.149
Si -25.437 -3.111 20.117
Si -25.09 -5.693 -4.525
Si -22.504 5.132 -5.953
Si -29.484 -0.245 18.56
Si -36.353 1.466 -4.928
Si -30.861 -1.699 -2.969
Si -17.993 -7.625 20.53
Si -32.905 -7.976 18.702
Si -31.015 7.926 -6.129
Si -27.141 0.66 -2.037
Si -17.085 6.419 18.777
Si -31.471 1.262 -3.612
Si -29.602 3.3 -5.074
Si -37.856 -1.049 -4.767
Si -30.79 5.997 -3.851
Si -28.348 7.76 19.831
Si -28.103 -1.224 -4.044
Si -24.447 2.164 18.27
Si -22.951 -5.625 -2.393
Si -24.341 -1.14 -6.243
Si -21.242 5.903 17.985
Si -34.97 -3.984 -4.065
Si -36.065 -0.463 -7.07
Si -37.686 -3.928 -3.801
Si -25.993 7.791 -4.132
Si -23.945 3.71 -3.891
Si -29.399 5.354 18.478
Si -22.746 0.829 -4.535
Si -28.654 7.565 -2.512
Si -26.56 3.585 -5.61
Si -26.148 -3.116 -4.793
Si -24.296 8.067 -1.735
Si -20.774 7.8 20.428
Si -32.068 -4.474 -3.973
Si -31.479 -3.585 -6.676
Si -24.277 -0.57 18.939
Si -28.789 -5.801 18.57
Si -24.265 -5.195 18.326
Si -33.035 5.123 -1.966
Si -19.23 0.426 18.115
Si -33.148 0.517 -1.339
Si -28.491 -2.69 -6.474
Si -25.425 6.044 -6.778
Si -28.286 2.471 19.028
Si -34.821 4.896 -6.339
Si -14.846 -1.205 -0.544
Si -12.13 1.446 -0.076
Si -15.578 4.581 -0.331
Si -11.907 6.78 -0.243
Si -14.887 -6.485 -0.4
Si -11.746 -4.534 -0.262
Si -10.001 -0.883 -0.074
Si -6.637 0.959 -0.286
Si -9.811 4.402 0.016
Si -7.409 7.377 -0.301
Si -9.533 -6.718 0.183
Si -6.777 -4.103 -0.349
Si -4.225 -1.148 -0.213
Si -1.547 1.79 -0.123
Si -3.959 3.796 -0.246
Si -1.568 6.732 0.052
Si -3.692 -7.234 -0.229
Si -1.201 -4.455 0.1
Si -13.672 0.084 1.038
Si -10.937 2.853 1.309
Si -13.704 5.579 0.876
Si -10.916 -8.14 1.35
Si -13.481 -5.387 1.101
Si -10.918 -2.71 1.044
Si -8.23 0.026 1.152
Si -5.541 2.646 1.012
Si -8.189 5.614 1.126
Si -5.54 -8.13 0.965
Si -8.033 -5.338 1.235
Si -5.427 -2.744 1.05
Si -2.648 0.032 1.053
Si -0.088 2.752 1.407
Si -2.885 5.294 1.256
Si -0.055 8.002 1.307
Si -2.779 -5.627 1.274
Si 0.053 -2.826 1.188
Si -15.16 1.441 2.252
Si -12.42 4.224 2.427
Si -14.883 6.881 2.454
Si -12.294 -6.758 2.582
Si -14.936 -3.943 2.309
Si -12.312 -1.337 2.392
Si -9.502 1.45 2.529
Si -6.818 4.12 2.383
Si -9.526 6.821 2.622
Si -6.718 -6.771 2.516
Si -9.483 -3.958 2.474
Si -6.828 -1.393 2.449
Si -4.102 1.342 2.437
Si -1.462 4.089 2.696
Si -4.247 6.775 2.459
Si -1.415 -6.937 2.656
Si -4.121 -4.123 2.481
Si -1.337 -1.376 2.461
Si -16.405 0.025 3.68
Si -13.741 2.759 3.695
Si -16.292 5.466 3.783
Si -13.607 -8.133 3.908
Si -16.306 -5.325 3.718
Si -13.632 -2.659 3.781
Si -10.903 0.015 3.764
Si -8.139 2.794 3.84
Si -10.961 5.457 3.86
Si -8.122 -8.116 3.882
Si -10.847 -5.37 3.81
Si -8.15 -2.682 3.888
Si -5.452 -0.021 3.808
Si -2.806 2.654 3.939
Si -5.505 5.406 3.861
Si -2.834 -8.266 3.921
Si -5.42 -5.438 3.921
Si -2.732 -2.747 3.819
Si -14.97 -1.326 10.487
Si -12.247 1.405 10.558
Si -14.934 4.081 10.546
Si -12.241 -9.481 10.557
Si -14.947 -6.763 10.517
Si -12.212 -3.998 10.496
Si -9.564 -1.324 10.597
Si -6.819 1.395 10.669
Si -9.542 4.099 10.579
Si -6.817 -9.518 10.752
Si -9.549 -6.8 10.605
Si -6.833 -4.089 10.66
Si -4.145 -1.392 10.738
Si -1.464 1.33 10.747
Si -4.155 4.084 10.796
Si -1.452 6.755 10.816
Si -4.15 -6.841 10.779
Si -1.457 -4.146 10.842
Si -13.666 0.048 11.826
Si -10.894 2.762 11.927
Si -13.609 5.47 11.862
Si -10.893 -8.166 11.964
Si -13.557 -5.382 11.776
Si -10.925 -2.673 11.957
Si -8.23 0.054 11.951
Si -5.512 2.718 12.151
Si -8.22 5.402 12.008
Si -5.487 -8.167 12.194
Si -8.225 -5.444 11.973
Si -5.502 -2.768 12.082
Si -2.787 -0.042 12.11
Si -0.179 2.691 12.174
Si -2.809 5.433 12.222
Si -0.129 8.08 12.249
Si -2.825 -5.521 12.207
Si -0.102 -2.774 12.204
Si -14.986 1.285 13.311
Si -12.304 4.107 13.223
Si -14.963 -9.52 13.217
Si -12.273 -6.711 13.186
Si -14.861 -4.033 13.13
Si -12.35 -1.25 13.203
Si -9.543 1.443 13.324
Si -6.938 4.088 13.483
Si -9.615 -9.613 13.352
Si -6.972 -6.798 13.431
Si -9.561 -4.065 13.308
Si -6.906 -1.326 13.288
Si -4.08 1.358 13.478
Si -1.484 4.089 13.658
Si -4.119 6.815 13.648
Si -1.479 9.473 13.661
Si -4.24 -4.175 13.541
Si -1.533 -1.432 13.555
Si -16.292 0.006 14.865
Si -13.63 2.71 14.519
Si -16.247 5.543 14.73
Si -13.644 -8.092 14.454
Si -16.112 -5.364 14.53
Si -13.667 -2.642 14.536
Si -11.032 0.134 14.526
Si -8.297 2.734 14.89
Si -11.047 5.388 14.704
Si -8.281 -8.275 14.728
Si -10.959 -5.419 14.625
Si -8.27 -2.629 14.661
Si -5.515 -0.047 14.647
Si -2.845 2.711 15.03
Si -5.598 5.442 14.879
Si -2.848 8.198 15.187
Si -5.754 -5.432 14.906
Si -2.881 -2.849 14.94
Si -15.172 -1.731 16.114
Si -12.129 1.652 15.941
Si -15.125 3.805 15.89
Si -12.292 -9.31 15.857
Si -15.029 -6.928 15.901
Si -12.067 -3.718 15.809
Si -9.901 -1.4 15.79
Si -6.609 1.489 16.008
Si -9.97 3.903 16.167
Si -6.795 6.964 16.239
Si -9.981 -7.178 15.834
Si -6.921 -3.754 16.204
Si -4.571 -1.649 16.09
Si -1.245 1.479 16.292
Si -4.54 3.883 16.267
Si -1.091 7.197 16.541
Si -4.683 9.331 16.293
Si -1.179 -3.945 16.216
Si -9.647 4.063 -2.801
Si -14.073 -0.364 -5.583
Si -4.306 -6.141 19.245
Si -15.127 3.492 -3.28
Si -11.128 -2.182 19.378
Si -18.654 -7.025 -7.059
Si -17.008 4.813 -5.461
Si -4.746 4.808 -3.153
Si -12.707 -7.546 -2.603
Si -20.816 -3.505 -4.808
Si -8.591 -2.347 -2.3
Si -8.009 7.302 -5.857
Si -13.168 -0.319 18.145
Si -21.326 2.319 -6.887
Si -15.27 -4.694 -4.52
Si 0.899 -6.922 19.972
Si -13.212 -5.474 18.063
Si -12.113 -7.263 -7.134
Si -12.288 2.881 -2.821
Si -0.308 6.759 19.421
Si -18.472 0.415 -3.335
Si -11.59 1.397 -6.661
Si -13.706 -3.742 20.411
Si -7.838 2.568 19.567
Si -8.745 -4.134 18.863
Si -10.869 -2.89 -4.278
Si -16.701 0.63 -7.068
Si -5.639 -4.548 -3.082
Si -8.907 -1.895 -6.24
Si -4.925 2.099 19.928
Si -18.203 -4.495 -3.305
Si -18.556 2.438 -5.663
Si -20.291 -6.538 -2.88
Si -7.966 -4.762 -5.105
Si -7.601 0.248 -3.106
Si -14.124 5.612 17.999
Si -6.975 0.683 -5.908
Si -10.838 -5.887 -4.622
Si -3.787 4.69 19.235
Si -14.299 -7.66 -5.067
Si -7.495 6.256 -3.196
Si -8.3 5.218 18.446
Si -13.22 -3.115 -2.582
Si -1.496 -4.979 19.159
Si -8.383 0.223 18.074
Si -10.296 -6.618 18.654
Si -14.432 -2.996 -6.963
Si -16.705 7.506 -6.322
Si -3.254 0.233 18.315
Si -15.6 0.394 -3.111
Si -10.046 1.577 -4.169
Si -0.875 4.001 19.986
Si -21.055 7.518 -6.994
Si -21.01 -6.315 -5.643
Si 1.291 -1.456 5.311
Si 3.999 1.29 5.303
Si 1.297 4.003 5.306
Si 4.052 6.705 5.385
Si 1.281 -6.87 5.356
Si 4.016 -4.18 5.33
Si 6.714 -1.476 5.341
Si 9.472 1.29 5.411
Si 6.708 4.002 5.416
Si 9.439 6.792 5.414
Si 6.776 -6.915 5.274
Si 9.473 -4.212 5.286
Si 12.213 -1.513 5.326
Si 14.976 1.212 5.397
Si 12.187 4.006 5.398
Si 14.923 6.786 5.425
Si 12.223 -6.824 5.375
Si 14.957 -4.074 5.277
Si 17.66 -1.43 5.236
Si 20.402 1.238 5.257
Si 17.708 3.958 5.44
Si 20.511 6.776 5.391
Si 17.677 -6.785 5.37
Si 20.42 -4.058 5.286
Si 23.159 -1.381 5.181
Si 25.904 1.317 5.244
Si 23.128 4.033 5.365
Si 25.919 6.771 5.379
Si 23.195 -6.813 5.292
Si 25.893 -4.113 5.249
Si 28.632 -1.363 5.27
Si 31.34 1.39 5.332
Si 28.58 4.051 5.275
Si 31.347 6.823 5.376
Si 28.634 -6.766 5.35
Si 31.344 -3.999 5.278
Si 34.072 -1.246 5.34
Si 36.787 1.422 5.321
Si 34.077 4.149 5.327
Si 36.812 6.882 5.322
Si 34.06 -6.699 5.389
Si 36.82 -3.995 5.374
Si 39.53 -1.267 5.33
Si 42.263 1.414 5.324
Si 39.55 4.149 5.358
Si 42.269 6.842 5.432
Si 39.516 -6.709 5.341
Si 42.266 -3.998 5.356
Si 44.922 -1.301 5.38
Si 47.677 1.376 5.498
Si 44.964 4.09 5.467
Si 47.743 6.815 5.598
Si 45.02 -6.744 5.425
Si 47.671 -4.071 5.502
Si 50.393 -1.39 5.554
Si 53.17 1.258 5.648
Si 50.451 4.027 5.623
Si 53.144 6.741 5.772
Si 50.441 -6.795 5.642
Si 53.156 -4.067 5.668
Si 55.865 -1.404 5.602
Si 58.546 1.267 5.744
Si 55.935 3.964 5.719
Si 58.647 6.721 5.81
Si 55.883 -6.801 5.829
Si 58.515 -4.077 5.75
Si 61.221 -1.366 5.818
Si 63.965 1.406 5.923
Si 61.276 4.012 5.873
Si 63.994 6.796 6.011
Si 61.252 -6.815 5.859
Si 63.957 -4.078 6.002
Si 66.74 -1.345 6.087
Si -61.139 1.358 6.171
Si 66.668 4.133 6.043
Si -61.148 6.835 6.078
Si 66.694 -6.757 6.042
Si -61.118 -4.056 6.037
Si -58.429 -1.372 6.091
Si -55.741 1.366 6.107
Si -58.428 4.136 6.111
Si -55.792 6.824 6.071
Si -58.526 -6.751 6.109
Si -55.777 -4.068 6.178
Si -53.03 -1.291 6.172
Si -50.405 1.432 6.04
Si -53.077 4.053 6.083
Si -50.389 6.768 6.133
Si -53.134 -6.796 6.153
Si -50.351 -4.041 6.172
Si -47.659 -1.303 6.006
Si -44.949 1.343 5.941
Si -47.696 4.115 6.008
Si -44.951 6.767 5.945
Si -47.649 -6.803 6.113
Si -44.964 -4.055 6.034
Si -42.227 -1.324 5.857
Si -39.57 1.342 5.809
Si -42.261 4.05 5.89
Si -39.527 6.787 5.875
Si -42.241 -6.805 5.903
Si -39.494 -4.088 5.824
Si -36.795 -1.397 5.773
Si -34.103 1.362 5.741
Si -36.835 4.1 5.81
Si -34.091 6.851 5.793
Si -36.814 -6.736 5.818
Si -34.096 -4.056 5.696
Si -31.383 -1.348 5.662
Si -28.723 1.328 5.576
Si -31.431 4.099 5.744
Si -28.662 6.824 5.658
Si -31.386 -6.787 5.735
Si -28.645 -4.068 5.618
Si -25.948 -1.408 5.511
Si -23.191 1.306 5.449
Si -25.965 4.063 5.606
Si -23.157 6.854 5.468
Si -25.893 -6.76 5.467
Si -23.174 -4.127 5.259
Si -20.425 -1.434 5.188
Si -17.686 1.31 5.2
Si -20.413 4.066 5.348
Si -17.641 6.835 5.165
Si -20.394 -6.746 5.236
Si -17.7 -4.004 5.078
Si -15.01 -1.288 5.078
Si -12.302 1.409 5.052
Si -14.969 4.111 5.155
Si -12.227 6.849 5.238
Si -14.998 -6.72 5.136
Si -12.24 -4.018 5.132
Si -9.536 -1.307 5.177
Si -6.794 1.377 5.177
Si -9.554 4.101 5.186
Si -6.821 6.791 5.236
Si -9.497 -6.736 5.193
Si -6.802 -4.072 5.238
Si -4.102 -1.386 5.199
Si -1.431 1.296 5.294
Si -4.144 4.058 5.256
Si -1.434 6.757 5.312
Si -4.104 -6.833 5.285
Si -1.426 -4.115 5.265
Si 2.632 -0.072 6.66
Si 5.327 2.63 6.723
Si 2.639 5.35 6.7
Si 5.404 -8.227 6.698
Si 2.642 -5.513 6.701
Si 5.353 -2.816 6.699
Si 8.074 -0.097 6.693
Si 10.832 2.657 6.756
Si 8.085 5.391 6.738
Si 10.849 -8.182 6.731
Si 8.103 -5.538 6.657
Si 10.825 -2.85 6.667
Si 13.569 -0.13 6.704
Si 16.314 2.614 6.753
Si 13.55 5.396 6.729
Si 16.313 -8.161 6.727
Si 13.591 -5.435 6.677
Si 16.309 -2.743 6.665
Si 19.03 -0.085 6.633
Si 21.735 2.637 6.643
Si 19.085 5.396 6.704
Si 21.846 -8.16 6.713
Si 19.062 -5.422 6.681
Si 21.807 -2.711 6.616
Si 24.505 -0.034 6.577
Si 27.229 2.684 6.638
Si 24.508 5.408 6.691
Si 27.271 -8.155 6.694
Si 24.536 -5.451 6.652
Si 27.253 -2.738 6.601
Si 29.969 -0.002 6.647
Si 32.682 2.786 6.66
Si 29.943 5.427 6.649
Si 32.702 -8.103 6.7
Si 29.997 -5.374 6.647
Si 32.712 -2.669 6.654
Si 35.438 0.074 6.699
Si 38.163 2.778 6.674
Si 35.458 5.499 6.661
Si 38.162 -8.086 6.693
Si 35.452 -5.369 6.719
Si 38.2 -2.656 6.707
Si 40.893 0.065 6.696
Si 43.597 2.718 6.781
Si 40.887 5.488 6.758
Si 43.633 -8.108 6.779
Si 40.905 -5.379 6.697
Si 43.596 -2.667 6.76
Si 46.295 -0.003 6.803
Si 49.023 2.697 6.921
Si 46.309 5.457 6.863
Si 49.071 -8.153 6.985
Si 46.319 -5.421 6.86
Si 49.017 -2.733 6.906
Si 51.741 -0.055 6.972
Si 54.503 2.64 7.041
Si 51.738 5.396 7.049
Si 54.474 -8.179 7.116
Si 51.767 -5.428 7.011
Si 54.486 -2.709 7.034
Si 57.158 -0.063 7.078
Si 59.868 2.656 7.166
Si 57.216 5.378 7.117
Si 59.91 -8.188 7.219
Si 57.195 -5.42 7.164
Si 59.853 -2.723 7.162
Si 62.576 -0.001 7.21
Si 65.285 2.749 7.348
Si 62.591 5.403 7.28
Si 65.312 -8.122 7.374
Si 62.58 -5.464 7.288
Si 65.308 -2.703 7.371
Si -62.531 0.015 7.491
Si -59.784 2.762 7.475
Si -62.531 5.483 7.408
Si -59.838 -8.121 7.478
Si -62.514 -5.395 7.395
Si -59.797 -2.715 7.455
Si -57.101 0.011 7.466
Si -54.402 2.72 7.487
Si -57.105 5.491 7.491
Si -54.467 -8.156 7.503
Si -57.157 -5.42 7.505
Si -54.392 -2.695 7.505
Si -51.683 0.076 7.493
Si -49.011 2.749 7.403
Si -51.727 5.403 7.475
Si -49.014 -8.166 7.465
Si -51.725 -5.435 7.487
Si -48.963 -2.665 7.454
Si -46.257 -0.007 7.36
Si -43.587 2.706 7.302
Si -46.296 5.442 7.357
Si -43.571 -8.182 7.289
Si -46.266 -5.441 7.423
Si -43.52 -2.706 7.296
Si -40.858 -0.006 7.245
Si -38.164 2.695 7.161
Si -40.863 5.402 7.235
Si -38.129 -8.155 7.193
Si -40.828 -5.455 7.227
Si -38.107 -2.751 7.195
Si -35.415 -0.035 7.12
Si -32.746 2.715 7.113
Si -35.433 5.453 7.151
Si -32.71 -8.133 7.143
Si -35.413 -5.395 7.149
Si -32.702 -2.724 7.057
Si -30.02 0.004 7.015
Si -27.327 2.683 6.926
Si -29.994 5.441 7.032
Si -27.244 -8.098 6.897
Si -29.974 -5.422 7.026
Si -27.27 -2.717 6.936
Si -24.552 -0.034 6.808
Si -21.791 2.725 6.702
Si -24.533 5.484 6.819
Si -21.728 -8.081 6.676
Si -24.491 -5.403 6.745
Si -21.793 -2.75 6.583
Si -19.068 -0.033 6.529
Si -16.317 2.732 6.492
Si -19.003 5.493 6.556
Si -16.308 -8.107 6.515
Si -19.024 -5.348 6.511
Si -16.343 -2.655 6.451
Si -13.625 0.051 6.434
Si -10.915 2.71 6.483
Si -13.598 5.454 6.52
Si -10.845 -8.108 6.552
Si -13.591 -5.394 6.471
Si -10.882 -2.684 6.514
Si -8.166 0.029 6.538
Si -5.483 2.704 6.613
Si -8.195 5.447 6.572
Si -5.464 -8.195 6.629
Si -8.147 -5.426 6.592
Si -5.443 -2.726 6.603
Si -2.786 -0.056 6.642
Si -0.082 2.661 6.667
Si -2.78 5.385 6.655
Si -0.1 -8.208 6.704
Si -2.759 -5.476 6.656
Si -0.08 -2.793 6.675
Si 1.265 1.282 8.021
Si 3.962 3.989 8.076
Si 1.262 6.73 8.045
Si 4.006 -6.878 8.043
Si 1.254 -4.171 8.053
Si 3.974 -1.445 8.031
Si 6.714 1.265 8.05
Si 9.469 4.043 8.079
Si 6.727 -9.579 8.091
Si 9.468 -6.831 8.059
Si 6.736 -4.172 8.021
Si 9.453 -1.472 8.009
Si 12.224 1.279 8.052
Si 14.947 4.039 8.048
Si 12.201 -9.559 8.08
Si 14.922 -6.807 8.058
Si 12.205 -4.134 8.064
Si 14.946 -1.427 8.077
Si 17.701 1.269 8.065
Si 20.409 4.004 8.04
Si 17.688 -9.55 8.036
Si 20.411 -6.813 8.031
Si 17.668 -4.099 8.04
Si 20.417 -1.403 7.996
Si 23.136 1.295 7.963
Si 25.868 4.034 8.013
Si 23.164 -9.557 8.063
Si 25.878 -6.815 8.033
Si 23.149 -4.096 7.992
Si 25.869 -1.386 7.947
Si 28.59 1.336 8.001
Si 31.299 4.098 8.025
Si 28.617 -9.526 8.03
Si 31.331 -6.742 8.016
Si 28.605 -4.066 7.989
Si 31.313 -1.357 8.006
Si 34.042 1.427 8.008
Si 36.812 4.153 8.015
Si 34.075 -9.487 8.012
Si 36.801 -6.754 8.063
Si 34.057 -4.034 8.036
Si 36.787 -1.326 8.03
Si 39.513 1.407 8.038
Si 42.232 4.109 8.113
Si 39.517 -9.443 8.069
Si 42.239 -6.735 8.1
Si 39.547 -4.044 8.064
Si 42.219 -1.317 8.091
Si 44.944 1.357 8.161
Si 47.661 4.098 8.242
Si 44.953 -9.473 8.189
Si 47.653 -6.774 8.268
Si 44.926 -4.048 8.157
Si 47.626 -1.358 8.217
Si 50.36 1.329 8.299
Si 53.118 4.039 8.368
Si 50.391 -9.52 8.37
Si 53.071 -6.803 8.416
Si 50.355 -4.077 8.328
Si 53.074 -1.383 8.386
Si 55.816 1.305 8.451
Si 58.524 4.044 8.526
Si 55.826 -9.558 8.455
Si 58.517 -6.798 8.533
Si 55.776 -4.082 8.462
Si 58.489 -1.375 8.514
Si 61.215 1.34 8.567
Si 63.916 4.083 8.694
Si 61.242 -9.527 8.616
Si 63.926 -6.77 8.702
Si 61.195 -4.062 8.58
Si 63.903 -1.321 8.653
Si 66.618 1.399 8.759
Si -61.186 4.132 8.789
Si 66.665 -9.474 8.744
Si -61.199 -6.743 8.8
Si 66.658 -4.055 8.746
Si -61.174 -1.357 8.817
Si -58.446 1.383 8.833
Si -55.749 4.113 8.838
Si -58.467 -9.466 8.846
Si -55.793 -6.775 8.87
Si -58.483 -4.047 8.868
Si -55.75 -1.331 8.855
Si -53.041 1.396 8.871
Si -50.338 4.08 8.825
Si -53.062 -9.516 8.829
Si -50.359 -6.803 8.835
Si -53.047 -4.065 8.871
Si -50.326 -1.32 8.823
Si -47.617 1.36 8.717
Si -44.927 4.064 8.691
Si -47.61 -9.529 8.779
Si -44.875 -6.822 8.719
Si -47.611 -4.081 8.778
Si -44.878 -1.381 8.691
Si -42.184 1.342 8.641
Si -39.476 4.053 8.574
Si -42.195 -9.555 8.621
Si -39.461 -6.815 8.595
Si -42.147 -4.101 8.63
Si -39.46 -1.39 8.574
Si -36.767 1.315 8.491
Si -34.064 4.075 8.495
Si -36.751 -9.512 8.552
Si -34.045 -6.764 8.513
Si -36.728 -4.076 8.583
Si -34.018 -1.38 8.483
Si -31.336 1.354 8.431
Si -28.632 4.053 8.336
Si -31.307 -9.518 8.434
Si -28.567 -6.778 8.336
Si -31.317 -4.072 8.418
Si -28.619 -1.364 8.321
Si -25.894 1.326 8.197
Si -23.124 4.104 8.08
Si -25.87 -9.487 8.199
Si -23.102 -6.749 8.049
Si -25.836 -4.087 8.176
Si -23.115 -1.41 8.029
Si -20.364 1.358 7.937
Si -17.635 4.115 7.852
Si -20.348 -9.475 7.937
Si -17.666 -6.725 7.842
Si -20.383 -4.046 7.921
Si -17.676 -1.334 7.864
Si -14.944 1.395 7.83
Si -12.226 4.102 7.849
Si -14.943 -9.486 7.852
Si -12.238 -6.745 7.851
Si -14.955 -4.021 7.79
Si -12.258 -1.296 7.807
Si -9.54 1.381 7.875
Si -6.83 4.096 7.949
Si -9.508 -9.483 7.922
Si -6.811 -6.81 7.965
Si -9.515 -4.039 7.891
Si -6.82 -1.341 7.927
Si -4.133 1.34 7.989
Si -1.441 4.03 8.037
Si -4.121 -9.552 8.016
Si -1.44 -6.836 8.068
Si -4.115 -4.102 8.001
Si -1.442 -1.419 8.025
Si -0.104 -0.05 9.39
Si 2.596 2.62 9.419
Si -0.103 5.387 9.424
Si 2.601 8.111 9.403
Si -0.095 -5.505 9.466
Si 2.605 -2.803 9.391
Si 5.34 -0.102 9.396
Si 8.085 2.657 9.373
Si 5.316 5.38 9.401
Si 8.118 -8.2 9.409
Si 5.375 -5.518 9.381
Si 8.077 -2.798 9.387
Si 10.831 -0.112 9.344
Si 13.578 2.693 9.392
Si 10.847 5.403 9.433
Si 13.569 -8.189 9.422
Si 10.819 -5.471 9.419
Si 13.561 -2.771 9.427
Si 16.307 -0.048 9.424
Si 19.033 2.677 9.419
Si 16.302 5.425 9.393
Si 19.019 -8.172 9.392
Si 16.28 -5.449 9.409
Si 19.054 -2.747 9.373
Si 21.773 -0.035 9.346
Si 24.493 2.642 9.329
Si 21.773 5.37 9.375
Si 24.518 -8.189 9.404
Si 21.779 -5.453 9.372
Si 24.532 -2.739 9.334
Si 27.224 -0.048 9.339
Si 29.934 2.71 9.356
Si 27.229 5.42 9.352
Si 29.976 -8.12 9.348
Si 27.27 -5.444 9.342
Si 29.946 -2.724 9.362
Si 32.676 0.02 9.321
Si 35.411 2.802 9.32
Si 32.672 5.487 9.34
Si 35.431 -8.146 9.38
Si 32.692 -5.409 9.384
Si 35.43 -2.698 9.386
Si 38.156 0.019 9.367
Si 40.85 2.747 9.435
Si 38.148 5.508 9.398
Si 40.861 -8.085 9.446
Si 38.187 -5.415 9.413
Si 40.904 -2.722 9.446
Si 43.563 0.001 9.495
Si 46.286 2.714 9.545
Si 43.573 5.472 9.497
Si 46.272 -8.118 9.61
Si 43.568 -5.402 9.522
Si 46.264 -2.732 9.56
Si 48.964 -0.022 9.63
Si 51.7 2.709 9.671
Si 48.982 5.453 9.659
Si 51.713 -8.163 9.772
Si 48.979 -5.436 9.675
Si 51.681 -2.731 9.737
Si 54.415 -0.032 9.776
Si 57.124 2.7 9.853
Si 54.413 5.423 9.781
Si 57.115 -8.156 9.845
Si 54.386 -5.444 9.803
Si 57.113 -2.744 9.845
Si 59.831 0.002 9.9
Si 62.54 2.684 9.987
Si 59.838 5.432 9.924
Si 62.549 -8.142 10.015
Si 59.834 -5.425 9.926
Si 62.524 -2.688 9.982
Si 65.218 0.032 10.075
Si 67.979 2.775 10.108
Si 65.271 5.465 10.038
Si 67.998 -8.106 10.127
Si 65.27 -5.404 10.083
Si 67.981 -2.7 10.15
Si -59.831 0.021 10.169
Si -57.104 2.755 10.198
Si -59.847 5.495 10.178
Si -57.133 -8.116 10.25
Si -59.883 -5.383 10.199
Si -57.106 -2.69 10.218
Si -54.387 0.022 10.222
Si -51.672 2.743 10.221
Si -54.394 5.465 10.214
Si -51.702 -8.164 10.209
Si -54.408 -5.43 10.235
Si -51.667 -2.696 10.202
Si -48.938 0.027 10.143
Si -46.251 2.696 10.078
Si -48.962 5.439 10.164
Si -46.219 -8.174 10.113
Si -48.959 -5.442 10.154
Si -46.196 -2.752 10.09
Si -43.495 -0.041 10.034
Si -40.787 2.688 9.98
Si -43.529 5.416 10.021
Si -40.81 -8.198 9.96
Si -43.472 -5.468 10.036
Si -40.763 -2.769 9.988
Si -38.065 -0.042 9.918
Si -35.38 2.656 9.842
Si -38.096 5.418 9.914
Si -35.361 -8.157 9.899
Si -38.064 -5.47 9.952
Si -35.313 -2.736 9.926
Si -32.622 -0.037 9.834
Si -29.948 2.709 9.766
Si -32.635 5.419 9.813
Si -29.903 -8.146 9.739
Si -32.633 -5.42 9.846
Si -29.919 -2.718 9.748
Si -27.223 -0.004 9.625
Si -24.485 2.738 9.441
Si -27.224 5.466 9.573
Si -24.443 -8.094 9.44
Si -27.143 -5.415 9.619
Si -24.461 -2.711 9.465
Si -21.71 -0.009 9.28
Si -18.978 2.78 9.215
Si -21.691 5.496 9.322
Si -18.996 -8.075 9.224
Si -21.71 -5.374 9.33
Si -19.01 -2.677 9.24
Si -16.317 0.057 9.177
Si -13.583 2.746 9.183
Si -16.285 5.466 9.209
Si -13.583 -8.124 9.188
Si -16.282 -5.376 9.171
Si -13.6 -2.666 9.143
Si -10.909 0.023 9.21
Si -8.183 2.721 9.265
Si -10.886 5.465 9.222
Si -8.149 -8.17 9.326
Si -10.866 -5.415 9.215
Si -8.174 -2.701 9.284
Si -5.48 -0.017 9.345
Si -2.82 2.698 9.402
Si -5.486 5.427 9.377
Si -2.793 -8.207 9.423
Si -5.463 -5.474 9.353
Si -2.773 -2.776 9.415
O 15.915 5.744 20.206
O 3.698 -0.618 19.123
O 8.137 0.045 19.711
O -1.243 -0.814 -5.072
O 2.009 3.998 17.472
O 6.525 6.082 -5.834
O 5.751 -7.339 -3.89
O 7.017 8.041 19.803
O 6.919 -6.714 17.684
O -1.039 5.968 -1.284
O 12.676 -3.121 19.265
O 1.778 1.118 19.206
O 7.01 -0.834 17.465
O 0.244 -3.878 -5.501
O 10.726 2.745 16.628
O 10.088 -5.039 -3.758
O 8.192 5.493 16.346
O 10.369 6.802 16.849
O 11.04 -7.195 17.657
O -0.6 1.564 -1.431
O 5.371 7.892 16.527
O 2.419 -6.759 17.214
O 12.175 6.995 18.652
O 10.78 -2.693 16.447
O 12.723 -1.225 17.351
O -5.917 4.607 -6.805
O -1.653 6.447 -4.943
O 16.381 2.756 16.664
O 16.192 -8.14 16.672
O 0.917 4.172 -1.329
O 12.753 -5.345 17.653
O 14.578 -3.182 17.658
O -2.547 -3.124 -3.592
O 2.917 5.136 19.669
O 3.727 -7.349 -5.758
O -3.706 6.049 -3.276
O -4.066 6.328 -5.809
O 12.349 -5.391 20.411
O 2.36 -3.785 -3.673
O 1.221 6.496 -2.426
O 8.625 -3.694 17.501
O -4.016 2.376 -6.459
O 1.277 -7.291 -1.532
O 4.506 1.4 -1.275
O 9.602 7.438 19.206
O 2.211 -7.983 -3.853
O 11.046 -0.081 -5.235
O 14.469 6.311 17.553
O 3.832 5.884 17.355
O -2.047 -5.716 -3.28
O 4.442 3.127 -5.711
O 6.518 -2.89 -5.956
O 8.398 -4.007 20.183
O 11.444 -1.269 -1.471
O 14.707 1.752 -1.58
O 16.974 -5.366 20.177
O -3.938 -6.874 -1.789
O 6.185 -7.671 -6.448
O -0.14 -2.753 16.637
O 2.72 4.349 -7.227
O 11.971 2.64 -5.798
O 2.054 0.809 -1.837
O 5.348 -5.296 -5.482
O 6.996 5.669 -3.292
O 3.396 7.621 -1.482
O 6.414 -1.214 -3.968
O 2.387 -2.233 -1.418
O 5.282 5.941 -1.215
O 2.293 -6.138 19.666
O 8.333 -7.976 -3.42
O -6.239 5.295 -3.627
O -4.628 -5.577 -3.815
O 4.731 4.41 -3.343
O 8.304 2.477 -0.352
O 9.596 6.88 -1.583
O 1.053 -1.72 -4.303
O 9.733 -1.99 19.304
O 3.341 2.195 -3.575
O 8.763 1.13 17.418
O 1.492 -1.055 17.671
O 13.114 3.072 -0.28
O 17.852 6.582 18.681
O 2.469 4.455 -4.625
O -0.108 -3.842 -2.987
O 10.061 -4.423 -1.242
O 8.894 1.503 -5.327
O 10.302 -6.931 -1.938
O -61.599 4.273 20.093
O 12.924 -7.917 -1.964
O 2.732 2.79 -0.099
O 12.407 4.65 17.363
O 14.783 -4.548 -1.72
O 8.552 -1.055 -5.375
O 20.19 7.88 -7.088
O 16.062 5.59 -0.254
O -21.363 -5.352 -2.559
O 10.668 0.146 20.549
O 6.147 -1.082 -1.387
O 12.809 1.322 19.627
O 10.433 1.048 -0.897
O 5.367 -2.788 16.722
O 8.998 6.098 -5.011
O 8.072 -2.796 -0.556
O -41.631 3.02 20.402
O 6.542 3.772 -1.535
O 3.391 -4.578 -1.392
O 8.204 -3.179 -3.961
O -12.128 2.931 -6.684
O -30.899 7.407 -4.631
O -5.657 0.261 -6.724
O -27.124 2.477 20.154
O 14.255 -0.995 19.334
O 4.163 -0.278 -3.132
O -34.288 -0.252 20.115
O 14.172 7.632 -0.088
O 13.404 -2.744 -0.481
O 5.467 -5.554 -0.36
O 32.615 2.739 16.527
O 20.138 0.815 17.436
O 24.232 0.246 19.708
O 23.475 -5.412 19.429
O 18.359 4.378 17.368
O 28.313 3.228 -4.874
O 22.332 6.252 -3.202
O 16.023 6.439 -5.644
O 15.066 -7.522 -6.31
O 23.75 -6.568 17.061
O 27.597 -3.339 19.229
O 13.822 6.377 -6.821
O 23.098 -1.369 17.806
O 19.458 -6.43 -5.633
O 26.963 1.676 17.335
O 25.187 -5.122 -4.179
O 23.389 4.511 17.37
O 25.256 6.376 17.373
O 27.121 8.012 16.475
O 19.711 -0.234 -2.414
O 21.877 8.064 16.238
O 67.156 6.142 20.057
O 20.094 -5.263 16.835
O 25.894 3.919 17.946
O 29.101 -0.932 17.571
O -3.141 -0.541 19.736
O -34.929 5.47 20.347
O 23.57 4.291 -6.99
O 49.98 -5.46 -2.962
O 32.683 -7.576 17.052
O 17.838 6.547 -2.469
O 28.827 -6.76 17.617
O 31.488 -4.47 17.622
O 11.976 -1.381 -7.125
O 21.035 -4.163 18.888
O 48.238 -7.478 -2.615
O 24.277 5.712 -4.912
O -45.529 3.584 -5.511
O 13.879 2.402 -4.054
O 54.017 7.24 -5.609
O 28.532 -5.705 19.97
O 20.21 -6.417 -3.156
O 20.036 7.597 -4.505
O 21.584 -6.813 18.472
O 25.662 -4.246 17.732
O 13.473 0.533 -5.979
O 17.391 -7.336 -1.314
O 21.807 0.107 -0.425
O 20.863 5.563 -6.107
O 14.368 -6.447 -3.479
O -4.159 1.553 18.597
O 31.604 6.529 17.548
O 20.099 6.401 17.291
O -51.718 -2.613 -3.063
O 13.789 -4.145 -4.239
O 21.469 1.244 -3.578
O 20.477 -2.152 -6.259
O 25.469 -4.309 20.456
O 28.862 -1.301 -1.678
O 24.006 -1.107 -5.992
O 31.62 1.903 -1.704
O 9.736 0.048 -3.16
O 32.415 7.838 19.648
O 18.422 -3.715 18.688
O 28.468 3.761 17.376
O 16.532 -5.164 -6.431
O 27.654 2.81 19.622
O 16.535 -2.664 16.286
O 31.384 -6.128 19.627
O 22.529 4.166 -1.613
O 24.377 1.909 -7.269
O 16.081 -0.831 -1.188
O -33.822 3.924 -2.716
O 23.742 -8.041 19.292
O 21.533 3.841 -3.955
O 19.435 7.827 -0.298
O 24.311 2.746 20.514
O 21.987 -1.807 -4.25
O 19.295 -2.251 -3.959
O 9.725 3.592 -6.724
O 20.774 -4.197 -1.895
O 21.52 5.826 -0.127
O 24.397 5.182 19.65
O -48.673 -1.04 -3.048
O 19.283 -6.111 19.223
O 25.811 6.976 -1.611
O 48.733 1.513 -4.192
O 42.467 7.978 -1.104
O 20.051 5.185 -2.384
O 26.336 2.463 -3.299
O 26.045 -6.859 -2.42
O 15.357 -2.338 -3.373
O 25.343 -1.993 19.065
O 17.98 4.321 -3.913
O 14.535 2.807 -6.555
O 17.974 -0.693 17.397
O 27.545 5.202 -0.571
O 34.218 6.92 18.045
O 18.899 1.879 -3.786
O 29.781 -8.047 19.777
O -49.729 1.046 -4.344
O 17.821 -7.517 -3.816
O -30.792 4.954 17.726
O 25.713 -4.352 -1.66
O -60.784 -1.193 -1.548
O -2.737 2.782 -0.672
O 26.263 -1.577 -1.874
O 35.932 -4.862 19.833
O 18.283 -2.174 -1.463
O 27.594 -5.558 -0.447
O 17.9 4.142 -1.331
O 15.557 7.749 -2.646
O 30.458 -3.017 -0.566
O 23.853 -7.647 -1.097
O 24.762 0.293 -2.876
O 18.362 5.789 -6.529
O 29.543 -7.128 -1.458
O 30.22 -3.73 19.725
O 20.756 -4.187 -4.535
O 17.338 -0.65 -3.433
O 23.614 -1.605 -1.373
O 29.935 0.832 19.499
O 27.177 0.698 -1.167
O 21.713 -3.048 16.42
O -61.573 6.152 18.174
O 23.404 -3.638 -5.433
O 29.861 5.427 16.176
O 20.178 2.016 -1.394
O 58.95 -1.991 -2.596
O 44.073 1.968 18.798
O 22.29 2.25 -5.81
O 24.989 2.227 -1.13
O -55.968 0.008 -2.908
O 14.783 0.085 -3.405
O 63.738 -0.771 19.271
O 64.798 1.149 -4.685
O -60.858 1.367 -1.01
O 40.586 -4.549 20.3
O 24.548 -2.184 -3.693
O -26.084 -6.923 -4.257
O 65.17 7.374 -0.894
O 61.808 3.823 -6.211
O 22.046 -5.758 -0.446
O 47.241 0.769 17.546
O 33.534 -1.756 19.886
O 41.093 -0.116 19.328
O 32.547 -1.558 -5.337
O 34.463 4.374 17.46
O 48.335 -0.397 19.754
O 40.839 6.368 -4.051
O 38.083 7.758 19.401
O 29.802 7.868 -6.215
O 39.374 -6.74 17.804
O 29.402 7.628 -3.589
O 42.718 -3.023 19.93
O 36.323 1.006 17.417
O 39.344 -0.587 17.434
O 31.855 -8.032 -2.742
O 43.334 2.854 16.376
O 47.094 7.749 19.652
O 39.736 4.123 17.369
O 42.012 6.198 17.855
O 43.454 8.083 16.835
O 36.739 -1.702 -3.145
O 38.105 7.938 16.416
O 38.209 -6.093 20.094
O 36.291 -4.122 17.404
O 43.939 4.65 18.813
O 43.366 -2.648 16.869
O 45.152 -3.928 19.802
O 39.538 2.492 19.538
O 33.363 3.147 -6.552
O 48.843 2.732 16.801
O 48.727 -8.23 16.979
O 32.697 5.58 -0.483
O 45.503 -7.112 17.903
O 46.963 -4.268 17.888
O 56.253 4.096 17.83
O -36.28 4.988 -5.648
O 35.621 5.408 19.667
O 36.348 -8.18 -5.641
O 37.966 2.673 16.355
O 38.733 -1.015 20.047
O 27.554 6.965 -5.482
O 46.685 -6.022 19.875
O 32.871 -6.12 -4.034
O 40.818 -2.797 -3.612
O 36.74 -6.677 18.081
O -46.78 -1.057 18.264
O 28.875 0.007 -6.155
O 34.897 -6.571 -1.186
O 38.109 0.274 -0.566
O 42.323 5.74 20.547
O 30.228 -5.525 -4.025
O 39.517 0.862 -5.619
O 46.953 6.151 17.737
O 36.515 6.041 17.311
O 37.34 -3.881 -4.768
O 59.637 1.099 -5.718
O 39.445 1.817 -3.168
O 38.852 -5.266 -3.082
O -13.937 -2.165 -1.495
O 45.779 4.035 -1.326
O 36.626 -1.11 -5.883
O 47.308 1.882 -1.153
O 27.711 -0.291 -3.731
O -43.867 6.966 -5.179
O 34.389 -5.824 17.659
O 45.642 3.593 17.398
O 28.615 -4.312 -5.718
O 45.945 3.28 20.034
O 32.883 -2.675 16.432
O 38.091 -6.284 -5.368
O 39.766 3.681 -1.307
O -8.7 5.751 19.929
O 33.25 0.036 -1.083
O 38.807 7.158 -5.403
O -14.331 -0.143 -3.981
O 37.895 2.929 -5.138
O 36.063 7.311 -1.16
O -37.551 5.564 20.529
O 32.003 -4.025 -5.279
O 35.022 -3.623 -3.626
O 29.073 2.425 -7.244
O 43.477 -6.845 -5.832
O 38.081 5.603 -0.507
O 41.613 3.827 19.046
O -49.422 -5.363 0.263
O -53.032 -6.266 18.307
O -12.074 7.628 -1.639
O 28.478 4.925 -6.845
O 63.343 -6.849 -2.574
O 36.827 5.499 -5.514
O -25.189 -3.936 18.746
O 65.493 5.286 0.426
O 30.287 -2.409 -6.495
O 40.405 -2.537 18.701
O 36.481 2.177 -1.418
O 41.136 1.828 17.427
O 34.954 -1.167 16.952
O 43.832 -2.77 -3.605
O -29.616 6.293 -2.794
O -7.314 2.207 -6.408
O 44.652 -7.78 20.307
O 31.409 -6.411 -6.195
O -28.348 -7.386 18.67
O 47.749 -3.669 20.32
O 42.616 -5.592 -1.069
O -21.804 -7.386 -6.589
O 36.283 -1.065 19.117
O -38.39 4.496 -4.188
O 40.061 4.753 -5.965
O 34.684 -2.074 -1.451
O 44.764 -6.917 -1.241
O 34.715 4.158 -1.296
O -41.194 0.385 20.184
O 47.218 -3.213 -0.99
O 39.51 -7.101 -1.209
O 54.221 -2.968 -3.151
O 48.16 2.184 19.554
O 48.134 6.562 -1.318
O 63.275 -4.98 -6.907
O 35.508 -5.724 -5.27
O 63.465 -4.228 18.381
O 39.757 -1.385 -1.622
O 44.451 -0.584 18
O 43.594 0.349 -0.355
O 37.994 -2.574 16.421
O 41.049 3.795 -3.575
O 41.247 -3.403 -1.069
O 17.312 -5.96 17.596
O 1.032 0.201 -6.117
O 37.147 -7.189 -2.6
O -40.706 0.348 -3.052
O 37.303 0.634 -4.115
O 41.691 1.953 -1.601
O -20.268 -0.833 20.546
O 32.435 0.387 -3.632
O -35.941 3.186 -0.04
O -44.327 -1.128 19.53
O 43.822 5.694 -0.509
O 59.975 -7.907 17.138
O -20.65 6.687 19.252
O 39.859 6.139 20.336
O 46.607 -8.149 -0.05
O -0.064 -5.517 -0.391
O 38.094 -5.341 -0.126
O 63.033 1.356 18.052
O 52.452 -1.59 18.934
O 56.94 -0.112 20.219
O 53.671 -3.799 19.787
O 50.398 4.658 17.844
O -17.141 1.993 -6.321
O 55.707 0.415 -2.565
O 58.405 3.977 19.261
O 47.015 8.085 -6.067
O 55.92 -6.578 18.15
O 56.761 4.565 -1.045
O 59.167 -3.942 20.478
O 51.285 0.599 19.896
O 56.012 -1.079 17.928
O -9.246 2.969 -3.918
O 59.724 2.782 16.813
O 56.141 -7.635 -4.673
O -33.428 7.934 17.228
O 58.652 6.393 18.179
O -40.952 3.502 -6.847
O 50.912 5.709 -5.569
O 54.178 -8.214 17.097
O 54.514 -6.245 20.366
O 52.09 -4.468 17.581
O 59.81 5.743 20.497
O 59.693 -2.618 17.234
O 61.362 -0.722 18.149
O 43.471 4.218 -6.29
O 61.814 0.812 20.291
O 65.153 2.776 17.318
O 65.261 -7.997 17.339
O 50.454 4.563 -1.065
O 66.774 0.198 -5.803
O -45.347 6.063 -3.188
O 42.183 -4.971 -4.424
O -53.08 -7.283 -4.414
O 52.421 6.326 17.948
O 49.62 8.016 -5.973
O 54.29 2.647 16.92
O 44.014 -0.141 -3.85
O 45.624 5.756 -5.823
O 54.381 -5.594 -5.57
O 48.953 -2.802 -2.901
O -2.878 -5.579 19.723
O 51.993 -5.824 19.813
O 58.085 -4.446 18.076
O 44.65 -0.56 -6.394
O 51.547 -2.508 -3.425
O 54.316 -0.906 -0.835
O 53.939 -6.76 -3.155
O -56.111 -3.831 -3.311
O 66.184 -1.346 20.185
O 63.469 6.763 18.278
O -38.675 -4.468 -2.675
O 49.507 6.794 -3.594
O 44.764 -5.176 -4.127
O 53.277 -0.248 -3.299
O 52.476 -4.856 -3.957
O 56.371 -8.03 20.338
O 62.096 -0.671 -0.906
O 55.44 -3.71 -7.011
O -61.162 0.312 -6.146
O 42.323 -1.244 -2.164
O 63.919 -7.702 20.228
O 50.201 -6.264 17.969
O 60.734 4.726 18.185
O -33.675 -4.84 17.775
O 61.741 7.297 20.203
O 48.844 -2.619 16.92
O -4.699 4.363 -1.593
O 54.508 5.698 -0.131
O 67.334 7.452 -2.478
O 49.043 0.02 -0.237
O 58.845 6.634 -5.412
O -36.651 0.715 20.173
O 56.662 2.623 -3.509
O 52.374 7.698 -0.079
O -3.974 -0.818 17.342
O 55.793 -4.955 -2.589
O -18.524 -6.424 19.579
O 44.309 1.896 -5.492
O 56.891 -5.183 -5.316
O 61.701 -3.346 20.152
O -34.678 1.344 18.137
O 52.666 0.787 17.765
O 18.928 0.351 19.676
O 57.516 7.96 -0.001
O -48.379 6.119 0.071
O 63.077 -2.954 0.006
O 50.132 2.094 -2.11
O 58.244 0.515 -3.188
O 59.218 -4.304 -3.767
O 45.152 -3.294 -5.836
O 57.671 1.771 17.915
O 50.739 4.041 -3.668
O -1.363 6.99 18.173
O 50.437 -0.617 17.663
O 61.665 4.142 -1.22
O -18.416 -4.936 16.506
O -42.767 -6.067 -3.152
O 59.275 -0.097 -0.853
O 67.486 -0.465 17.832
O 50.872 -6.883 -1.099
O 51.387 1.327 -4.296
O 49.952 -0.445 -3.097
O 52.366 -0.482 -5.873
O -15.083 -4.127 -6.018
O 61.014 1.759 -1.609
O -29.168 -7.246 -2.847
O -43.508 -2.846 -6.267
O 60.276 -5.68 0.262
O 51.929 2.831 0.036
O -31.723 -2.961 -3.49
O 65.161 -4.989 0.103
O 55.659 -7.187 -1.172
O 60.816 -0.248 -3.079
O 50.075 3.251 -6.099
O 58.15 -6.57 -3.302
O 65.469 -2.215 17.875
O 47.451 -5.042 -2.817
O 51.65 -4.333 -1.035
O 56.145 -2.653 -1.275
O -10.357 -1.886 -5.463
O -39.434 4.099 19.571
O 54.208 -2.787 16.987
O -50.461 -1.07 -7.002
O -17.955 6.696 17.436
O 63.409 3.211 -4.077
O 53.559 1.459 -1.317
O -38.598 4.569 -6.801
O 53.971 -5.342 -0.801
O -49.634 4.905 20.307
O 57.413 1.747 -1.032
O 41.912 -2.956 -6.045
O 46.424 2.718 -3.502
O 66.192 5.103 -2.9
O 56.101 7.611 -7.101
O 59.043 5.92 -0.6
O 61.178 -1.049 -6.247
O 58.613 -4.776 -1.328
O 48.388 -6.219 -4.96
O 61.824 -7.616 -0.643
O -17.395 -7.364 -6.116
O -42.958 5.141 -3.406
O -50.499 0.831 18.271
O 50.682 -1.834 -1.068
O -57.444 0.179 20.583
O 64.357 -0.579 -6.664
O 67.093 4.321 18.196
O -56.089 2.882 -6.427
O 67.74 7.5 0.082
O 63.599 5.521 -7.183
O 64.077 -2.913 -5.502
O -58.415 -6.518 18.437
O -18.337 3.954 -5.177
O -54.006 -4.521 20.058
O -61.508 1.457 18.337
O -58.438 -0.405 18.235
O 65.44 -6.719 -4.443
O -54.436 2.657 17.435
O -56.282 -5.955 -1.745
O -58.461 4.595 18.169
O -56.177 6.524 18.399
O -54.439 -8.164 17.302
O -26.531 -0.617 -1.231
O -59.938 8.053 17.309
O 63.291 0.956 -2.613
O 67.074 -6.186 18.241
O -54.384 5.68 20.164
O -54.219 -2.629 17.191
O -52.557 -0.821 18.277
O 62.101 1.387 -5.378
O -52.336 1.14 20.086
O -48.846 2.664 17.327
O -48.728 -7.993 17.3
O -18.157 -0.106 19.194
O 1.063 -7.335 -6.18
O -50.393 -4.788 18.145
O 3.816 -4.688 17.802
O 67.773 -4.699 20.37
O -37.188 -1.274 -6.228
O -56.092 6.027 -2.988
O -59.958 2.873 16.998
O 60.885 3.288 -3.773
O 62.015 6.169 -5.24
O -61.725 -5.493 -7.16
O 56.997 -5.394 20.219
O -42.734 -5.326 20.343
O -60.932 -6.004 18.963
O -55.956 -4.096 18.341
O -61.253 -1.92 -4.87
O 66.676 -6.762 -0.945
O -59.456 0.02 0.517
O 66.108 -7.797 -6.907
O 58.1 5.751 -3.032
O -56.999 3.98 -4.279
O -50.192 6.592 18.448
O -11.385 -4.354 -4.8
O 66.353 7.125 -4.782
O 59.086 -2.241 -5.224
O -60.72 0.39 -3.554
O -60.346 -3.836 -3.337
O -58.961 -4.306 19.787
O -52.84 -1.378 -0.987
O -51.651 -5.644 20.341
O -57.165 2.861 0.436
O 63.174 2.378 0.104
O -56.118 -5.341 -5.5
O -23.105 -4.626 17.36
O -52.782 4.37 18.511
O 58.376 -7.117 -5.901
O -59.998 6.308 -6.79
O -26.245 2.099 -6.158
O -49.115 -6.266 19.979
O -59.194 4.13 -0.511
O -47.357 -3.253 19.934
O 65.251 0.267 0.122
O -42.219 1.283 -1.114
O -32.221 5.88 -3.126
O -61.046 3.453 -5.303
O -60.848 6.112 -0.859
O -57.986 2.199 19.091
O -46.901 -7.757 20.274
O -15.609 6.172 18.189
O -53.79 1.543 -2.083
O -57.302 -8.047 -2.865
O -58.461 6.173 -1.891
O -56.648 4.438 19.966
O 52.618 3.749 -5.67
O -32.483 -2.307 -6.606
O -56.313 7.206 -0.639
O 60.771 -7.945 -5.736
O 30.509 1.196 17.018
O -62.598 3.222 -3.197
O 54.735 -1.447 20.2
O -23.022 -1.45 -7.161
O -45.971 -5.39 20.415
O -54.962 -2.079 19.826
O -48.074 3.184 -5.677
O -56.096 0.708 18.224
O 67.065 3.641 -0.774
O -54.512 5.456 0.071
O -47.646 6.141 19.176
O -22.706 -0.415 19.359
O -60.245 -5.825 -5.015
O -5.407 -0.077 -0.566
O -19.487 -0.819 -3.505
O -58.201 1.835 -5.354
O -55.255 -3.811 -0.858
O -57.459 -1.322 -0.687
O -26.435 4.759 -6.745
O -53.424 -0.603 -3.426
O -57.957 6.302 -4.989
O 67.174 -1.355 -0.745
O -54.094 -5.698 0.365
O 56.286 2.48 19.925
O 61.457 7.79 -3.196
O -23.841 3.006 19.505
O -58.394 -7.135 -0.746
O -54.554 1.578 -4.635
O -42.205 -7.183 -0.812
O -50.456 7.55 -1.031
O -49.868 -3.759 20.435
O -14.208 -6.41 17.209
O -7.271 1.134 -1.788
O -45.829 4.57 20.417
O -50.756 -0.937 20.206
O -56.148 0.903 -0.657
O -59.958 -2.483 17.35
O -60.236 4.45 -2.904
O -19.676 3.023 -0.58
O -54.055 3.079 20.444
O -40.437 5.673 -5.358
O -61.7 -3.393 -0.476
O -58.6 -5.754 -2.979
O -58.971 -0.629 -5.273
O 36.113 3.841 -3.471
O -61.493 -0.582 20.013
O -8.871 5.43 -3.07
O -30.732 6.592 -6.996
O 57.141 1.909 -6.059
O 0.277 0.66 -3.647
O -56.611 -0.165 -6.247
O -7.676 -3.799 20.03
O 63.284 -5.129 -4.349
O -52.175 -7.746 0.391
O -51.42 -3.188 0.191
O -59.907 -5.29 0.192
O -10.578 -5.67 -0.582
O -44.404 -7.148 19.375
O -21.413 6.332 -5.953
O -17.004 -0.173 -3.683
O -46.728 4.014 18.056
O 60.669 -6.134 -2.504
O 48.257 5.821 -5.658
O -31.003 -6.998 -1.051
O -51.367 8.032 -6.161
O -42.02 -6.606 18.243
O -51.066 7.578 -3.571
O -39.621 -1.737 19.629
O -46.184 0.183 20.568
O -41.608 -1.024 18.063
O -46.659 8 -4.401
O -38.036 2.485 17.088
O -52.968 -1.458 -6.781
O -41.561 4.26 18.034
O -39.03 6.274 18.301
O -37.82 -8.165 17.097
O -45.088 1.03 -5.233
O -43.418 7.844 17.175
O -27.319 7.282 -3.376
O -45.195 -3.888 18.466
O -44.002 -7.112 -6.712
O -37.807 -2.663 17.186
O -36.068 -0.877 18.118
O -53.739 3.916 -5.812
O -31.45 -7.405 18.272
O -32.489 2.806 17.211
O -29.461 6.579 19.564
O -33.992 6.144 -1.12
O -6.666 0.768 -4.316
O -46.26 1.97 -0.873
O 27.234 -7.87 19.51
O -53.99 -5.265 -2.821
O 32.881 -4.156 19.983
O -12.919 0.939 17.164
O -43.44 2.627 17.249
O -9.456 -5.484 19.429
O -25.1 0.841 18.945
O -37.2 -6.264 20.499
O -47.487 -5.081 -1.765
O -10.008 -3.123 18.643
O 16.976 2.443 -5.583
O -39.585 -4.091 18.325
O -28.009 3.59 -4.874
O -47.864 -7.55 -0.446
O -44.474 0.227 -0.324
O -46.533 -6.563 -6.328
O -51.883 -6.684 -2.19
O -35.327 2.258 -3.985
O 23.765 2.55 -3.592
O -45.182 6.134 18.27
O -11.044 0.304 -0.501
O -51.811 -4.951 -4.25
O -43.789 0.443 -2.929
O -44.587 -5.348 -4.935
O -48.325 -2.453 -7.064
O -36.177 -1.522 -1.15
O -35.734 -4.644 19.151
O -34.347 1.549 -1.118
O -50.974 -0.163 -2.426
O -37.956 -4.388 -5.338
O -46.616 -6.453 18.036
O -37.049 4.504 18.217
O -26.736 -2.593 16.788
O -9.564 -3.142 -3.319
O -48.779 -2.709 17.43
O -18.132 -0.151 -7.191
O -40.465 5.241 -2.745
O -41.401 2.869 -3.076
O -49.328 0.075 0.157
O -43.465 7.714 -2.678
O -9.226 -5.681 -4.634
O -13.135 6.612 17.202
O -45.928 7.104 -0.489
O -32.703 4.323 19.87
O -33.873 -6.837 19.358
O -46.661 -2.778 -2.78
O -51.933 0.747 -5.652
O 55.258 3.605 -5.585
O -43.82 5.637 0.125
O 12.307 -5.186 -2.323
O -45.194 0.984 18.201
O -22.346 4.8 18.389
O -39.603 7.191 -1.02
O -55.47 5.82 -5.532
O -8.868 1.653 18.689
O -46.886 3.018 -3.298
O -18.43 1.081 -1.847
O -41.012 -8.007 -2.982
O -50.174 -2.966 -5.154
O -23.322 1.488 17.316
O -48.644 1.456 -2.05
O -39.526 0.544 18.141
O -58.544 0.435 -2.127
O 49.156 -4.991 -0.5
O -21.069 -7.024 19.898
O -32.753 1.949 -4.334
O -8.186 -0.76 19.331
O -49.631 -4.296 -2.99
O -47.744 6.858 -2.349
O -44.591 -1.46 -4.465
O -12.826 0.492 -6.145
O -42.651 -1.322 -1.134
O -50.669 3.004 -5.796
O -39.539 -5.223 -0.472
O -62.611 2.13 -7.114
O -24.68 7.563 -3.217
O -37.05 -5.915 -0.836
O -47.913 3.865 -1.041
O -49.356 -6.917 -2.561
O -32.809 -5.337 -0.206
O -38.863 7.024 -3.607
O -42.128 4.15 -1.031
O -25.969 1.686 -2.48
O -31.941 4.503 -0.966
O -13.983 -4.966 19.386
O -43.024 -3.52 -3.809
O -3.282 -7.866 -4.233
O -13.908 -6.861 -1.687
O 57.874 4.196 -5.18
O -38.162 0.017 -0.226
O -43.282 -2.786 17.158
O -7.163 -5.491 -6.307
O -40.979 -2.967 -0.073
O -28.364 -1.272 -5.661
O -40.878 1.13 -5.537
O -45.777 -3.574 -0.422
O -16.818 -4.548 -4.104
O -3.745 -0.916 -4.166
O 26.676 1.238 -5.574
O 3.16 0.793 17.011
O -51.335 1.78 -0.737
O -23.777 1.729 -1.058
O -20.692 -7.179 -4.303
O 8.975 -6.636 20.288
O -9.563 4.745 17.523
O 67.008 1.038 20.032
O -48.851 -7.74 -5.603
O -12.704 2.331 -1.342
O -35.349 -4.02 -5.658
O -43.829 -5.371 0.154
O -18.45 1.487 17.205
O -28.789 -1.385 19.456
O -24.923 -2.54 -5.68
O -29.749 2.785 -6.618
O -23.866 5.605 -6.683
O -25.364 3.949 -4.607
O -24.847 5.464 19.26
O -34.255 6.387 -6.584
O -25.09 -6.373 17.588
O -30.425 4.669 -4.728
O -23.646 -5.778 19.704
O -37.376 2.539 -5.583
O -28.772 -0.088 17.108
O -26.885 7.066 19.961
O -21.814 1.237 -5.79
O -23.254 -7.015 -1.614
O -36.564 -6.189 -6.673
O -22.039 7.005 17.083
O -31.039 -1.562 -1.342
O -5.834 -4.844 -1.478
O -26.726 8.026 16.686
O -29.135 -5.412 20.105
O 4.615 -7.003 18.889
O 16.713 -7.994 20.001
O -21.502 -2.645 16.576
O -19.689 -0.855 17.247
O -29.358 1.239 19.245
O -20.536 1.062 18.87
O -16.278 2.787 16.46
O -16.184 -7.958 16.425
O -29.414 -4.877 -1.412
O -20.317 -4.469 19.802
O -20.312 -6.164 17.631
O 20.03 2.739 20.164
O -37.638 -2.314 -3.786
O -28.899 3.965 19.119
O -14.221 4.232 17.178
O -27.678 2.236 17.549
O -58.339 4.241 -6.519
O -33.857 4.065 -5.352
O -27.384 -3.629 -5.733
O -31.902 1.281 -2.039
O -27.331 -5.763 -0.285
O 8.332 -5.247 -5.61
O 5.185 2.307 16.317
O -24.928 -1.586 20.001
O -37.197 0.311 -4.147
O 10.126 -8.205 -6.429
O 22.446 7.524 -5.509
O 14.738 1.133 17.846
O -21.694 5.109 -0.383
O -11.275 4.151 -2.823
O -28.307 5.933 17.439
O -27.776 -4.679 17.977
O -27.005 -3.061 20.452
O 0.042 5.161 19.261
O 32.633 -5.097 -0.555
O -7.454 6.316 17.6
O -20.797 -1.606 -1.486
O 33.536 0.663 -6.081
O 14.634 -6.458 20.221
O -33.751 -0.794 -2.066
O -17.023 7.738 19.687
O -47.309 -1.217 -0.818
O -21.395 2.855 16.335
O -12.145 -2.279 -3.482
O -17.693 5.209 19.663
O -32.395 -2.732 17.042
O -2.316 4.04 19.304
O -25.878 3.21 -0.461
O -24.971 -5.504 -6.124
O -32.617 -0.005 0.09
O -25.792 7.037 -5.545
O 15.3 1.007 20.51
O -13.399 8.051 -3.875
O -23.429 2.19 -4.034
O -2.005 -4.001 -1.241
O -26.704 -1.989 -3.791
O -31.125 -5.548 -3.261
O 28.15 -6.827 -5.004
O -18.782 -5.974 -2.939
O -27.29 5.409 -0.057
O -24.156 5.472 16.435
O 36.6 -3.773 -1.484
O -41.554 5.69 20.127
O -23.598 6.771 -1.121
O -18.719 7.715 -0.463
O -8.204 -3.251 -5.671
O 0.333 5.01 -6.028
O -8.07 -0.514 -6.077
O 56.978 -2.738 19.758
O -0.321 -6.08 19.313
O -30.957 -0.798 18.147
O -30.178 2.134 -4.07
O -13.554 -7.435 -6.469
O -32.53 -7.882 -6.452
O -16.377 4.572 -6.925
O -6.445 7.183 -6.208
O 6.512 -5.783 20.208
O -27.171 -6.874 -6.794
O -8.674 -7.899 -6.871
O -14.269 -1.293 17.418
O 7.532 -5.528 -3.114
O -23.487 -4.369 -1.558
O -11.855 -6.251 18.452
O 2.359 6.71 -5.999
O -0.281 2.524 19.84
O -7.431 3.876 18.702
O -62.634 -2.678 -2.798
O -20.52 -7.573 -1.695
O -30.135 2.825 -0.097
O -1.866 0.732 17.625
O -21.607 -4.872 -5.238
O -25.636 -7.755 -0.954
O 10.755 7.63 -3.889
O 34.785 -0.499 -4.165
O -4.389 -6.099 17.63
O 0.861 7.886 19.332
O -17.521 6.34 -5.554
O 10.559 -4.52 18.827
O -5.121 -3.029 -3.266
O -22.096 0.101 -0.167
O 4.627 -2.765 -2.761
O -24.286 3.895 -2.336
O -23.649 -5.856 -3.831
O -20.135 5.058 17.14
O -28.247 1.34 -1.082
O -16.331 -2.861 16.535
O -29.855 -7.314 -6.436
O -22.847 4.758 -4.414
O 39.716 -7.623 -3.59
O 53.871 1.506 -5.11
O -1.699 -4.604 17.607
O 31.689 -0.722 18.301
O 50.588 6.512 19.851
O 66.178 -2.448 -7.031
O -6.493 1.729 19.878
O -25.703 -4.353 -3.884
O 64.362 -3.023 20.335
O -57.112 -7.232 -7.123
O 50.201 -3.934 19.348
O -15.49 -0.092 -1.564
O 41.66 -0.467 -6.629
O -11.693 -0.961 18.447
O -9.152 0.426 -3.525
O 23.498 -6.091 -5.992
O -15.755 2.006 -3.179
O -33.632 -4.776 -3.68
O -7.069 -4.663 -3.781
O -3.092 -0.077 -6.606
O -7.86 -4.19 17.486
O -9.454 -6.671 17.278
O -34.125 5.515 17.84
O -5.478 -5.26 19.919
O -13.831 0.205 19.52
O -9.379 -0.514 17.058
O -3.794 6.131 19.96
O -5.634 2.691 16.552
O 48.32 3.997 -2.371
O 11.465 5.974 -5.839
O 34.176 2.041 -2.651
O -5.728 -8.197 16.71
O -21.972 3.785 -6.672
O -11.132 8.068 16.299
O -52.972 6.364 -4.963
O -12.795 -4.185 17.185
O 19.772 5.154 19.481
O -5.726 -2.696 16.654
O -47.751 -5.814 -4.214
O -11.508 1.639 -3.496
O -8.551 -7.789 -0.63
O -0.062 2.55 16.723
O 0.136 -8.049 16.586
O 45.972 0.506 19.803
O -31.227 -0.341 -3.825
O -0.402 4.675 -3.502
O 43.113 -7.063 -3.252
O 41.133 -7.974 -5.82
O -13.575 5.326 19.463
O -11.148 -6.807 -5.919
O -11.062 2.739 16.565
O -18.931 1.544 -4.386
O 67.905 -6.983 -5.171
O -56.003 -2.666 -5.588
O 27.671 -4.924 -3.333
O -44.958 -4.8 -2.501
O 17.597 -7.563 -6.947
O 46.37 -2.936 -3.58
O 35.372 -3.338 -6.322
O -3.607 -1.636 -1.636
O -29.295 -1.983 -3.259
O 0.223 -0.839 -1.264
O -25.608 -0.384 -6.948
O 45.58 5.792 20.242
O 34.58 -8.067 -3.151
O -46.306 -0.133 -3.092
O -39.438 -0.927 -4.97
O 65.441 2.566 -2.537
O -25.291 3.239 17.382
O -14.891 -6.261 -4.525
O -58.234 -3.996 -4.876
O -38.724 -7.034 -2.335
O -37.905 -3.671 20.343
O 25.107 -0.034 17.185
O -16.092 -5.447 -0.875
O -62.398 -4.333 -4.889
O 26.628 -1.392 -5.938
O -4.188 4.693 17.658
O -35.535 0.745 -6.128
O -8.787 5.935 -6.294
O -41.995 -1.227 -4.774
O 21.72 2.679 16.524
O -9.239 3.595 -1.298
O -19.329 -3.783 -4.223
O -51.748 2.439 -3.376
O 34.097 0.487 18.734
O 47.414 2.718 -5.988
O 19.365 3.381 -5.92
O -15.354 7.527 -5.463
O 41.823 -4.494 17.876
O -4.371 -7.692 19.636
O -14.328 -3.875 -3.479
O -36.276 -4.622 -3.354
O -19.722 2.409 -6.768
O -10.832 5.581 -0.526
O -15.905 4.43 -4.334
O 13.166 -1.757 -4.849
O -10.29 1.288 -5.725
O -6.996 6.867 -1.789
O -19.489 7.903 -7.14
O -12.56 -2.808 19.764
O -7.951 7.437 -4.243
O 12.334 0.856 -2.664
O -4.252 3.576 -4.091
O -30.004 -3.136 -6.241
O -13.754 -1.897 -5.986
O 47.955 4.939 19.847
O -7.013 0.539 17.281
O -42.173 -8.001 20.417
O -62.16 5.623 -4.18
O 15.355 -2.84 -5.969
O -23.884 -0.198 -5.022
O 25.762 3.671 -5.547
O -17.93 -3.789 -1.859
O 56.284 6.138 -4.867
O -15.504 0.016 -6.215
O -16.755 5.705 -0.609
O -39.751 1.897 -1.09
O -27.895 0.24 -3.411
O -52.836 3.779 -1.118
O 6.764 3.877 17.516
O -35.548 -8.14 -0.267
O 22.689 -5.423 -3.495
O 33.019 7.792 -5.09
O 43.42 0.114 20.441
O -47.357 5.363 -4.54
O -43.051 2.618 -5.609
O -7.451 -1.368 -2.929
O 6.84 -7.441 -1.421
O 56.86 -2.886 -3.795
O -1.184 -3.66 20.037
O 32.663 5.553 -6.24
O -38.034 5.252 -0.05
O -9.589 -1.372 -1.539
O -21.57 -2.535 -3.752
O -24.521 -1.191 17.456
O -10.972 -2.57 16.205
O 24.274 7.952 -3.585
O -7.916 -3.325 -1.221
O 39.848 -4.362 -5.383
O -15.124 4.165 -1.823
O -12.35 -4.183 -1.731
O -62.085 -3.923 18.027
O -31.922 -4.659 -5.571
O -28.517 7.537 -0.908
O 63.208 -7.771 -5.01
O 30.471 6.793 -1.252
O -13.574 3.307 -3.685
O -29.942 -5.642 17.434
O 46.401 0.508 -4.801
O 7.696 3.827 -5.062
O -2.642 1.443 -4.489
O 52.156 4.412 19.781
O -2.573 7.919 -0.409
O -11.551 -6.579 -3.3
O -20.799 -2.653 -6.158
O 52.376 -7.155 -5.395
O 53.076 -2.914 -5.515
O -34.288 -3.288 -1.029
O 13.779 7.489 -4.434
O -4.775 3.698 20.045
O 61.501 -3.514 -5.49
O -21.92 0.084 -3.354
O 6.328 1.498 18.552
O -24.825 -2.535 -0.435
O -35.726 -6.634 17.599
O 13.49 5.066 19.696
O -1.993 3.845 -5.44
O -10.252 -8.04 19.406
O -34.906 -2.48 -3.453
O 27.298 -2.643 16.527
O 11.145 5.069 -0.427
O 29.672 3.137 -0.554
O 25.854 5.714 -7.053
O 44.922 -1.353 -1.643
O 41.764 2.12 -5.998
O 20.12 -1.657 18.471
O 38.642 4.891 -3.721
O -32.872 7.002 19.61
O 30.761 3.84 -5.884
O 4.381 3.432 18.505
O 46.875 6.849 -3.706
O -19.615 -5.922 -6.386
O 62.02 -5.826 17.157
O 43.252 6.807 -5.827
O 59.154 3.655 -1.881

Results
total energy: -751509.022 eV
total energy less fixed offsets of O -438.25, Si -107.07 eV per atom: 44.258 eV

Forces (eV/angstrom) on atoms 738 to 1049 of the 3456, counted in the order above; the others are left out for length: element, x, y, z
Si 0.014 -0.013 0.006
Si 0.004 0.011 0.001
Si -0.006 0.008 0.024
Si -0.014 -0.002 0.033
Si 0.023 -0.014 0.033
Si 0.012 0.009 0.02
Si 0.014 0.007 0.017
Si -0.001 -0.01 -0.021
Si -0.009 -0.004 0.022
Si -0.017 0.011 -0.033
Si 0.001 0.013 0.048
Si 0.006 0.003 0.008
Si -0.02 -0.039 0.002
Si 0.011 -0.019 0.047
Si -0.002 -0.005 0.026
Si 0.034 0.009 -0.027
Si -0.041 -0.032 -0.005
Si 0.022 0.014 0.044
Si -0.01 0.03 -0.023
Si 0.037 0.012 -0.017
Si -0.007 -0.001 0
Si 0.025 -0.009 -0.019
Si -0.016 0.007 -0.009
Si 0.005 -0.009 0.008
Si -0.003 0.009 -0.008
Si -0.019 -0.022 -0.02
Si 0.015 0.038 0
Si 0.006 0.028 0.007
Si -0.008 -0.025 0.006
Si -0.02 -0.003 -0.009
Si -0.001 -0.009 0.002
Si -0.026 0.012 0.017
Si 0.018 0.024 0.001
Si 0.016 0.004 -0.033
Si 0.011 0.023 -0.053
Si 0.026 0.024 -0.039
Si -0.04 0.001 0.003
Si 0.017 -0.03 0.037
Si -0.013 -0.017 0.055
Si -0.008 0.001 0.045
Si 0.005 -0.013 0.03
Si 0 0.023 0.045
Si -0.026 0.006 0.025
Si 0.034 -0.015 0.05
Si -0.035 -0.003 -0.006
Si 0.021 0.002 0.032
Si -0.012 -0.026 0.04
Si 0.023 -0.035 0.063
Si 0.048 -0.003 0.072
Si -0.008 0.024 0.024
Si -0.031 -0.003 0.008
Si -0.034 -0.01 0.035
Si 0.029 -0.031 0.031
Si -0.037 0.032 0.052
Si 0.029 0.013 0.038
Si 0.2 0.018 -0.68
Si -0.181 -0.077 -0.796
Si 0.238 0.072 -0.689
Si -0.134 -0.116 -0.752
Si 0.157 0.1 -0.79
Si 0.024 -0.068 -0.694
Si 0.08 0.118 -0.703
Si -0.144 -0.393 -0.651
Si 0.078 0.238 -0.711
Si -0.236 -0.102 -0.727
Si 0.141 0.148 -0.776
Si -0.133 -0.096 -0.767
Si 0.199 0.076 -0.722
Si -0.002 -0.183 -0.723
Si 0.384 0.282 -0.537
Si -0.104 -0.22 -0.746
Si -0.002 0 -0.588
Si 0.172 0.164 -0.831
Si 0.101 0.01 0.118
Si 0.014 -0.061 0.09
Si 0.023 0.021 -0.012
Si -0.018 -0.04 -0.101
Si -0.011 0.028 0.053
Si -0.1 -0.121 0.014
Si 0.058 -0.005 -0.196
Si 0.02 -0.128 -0.019
Si 0.089 0.149 0.089
Si 0.082 -0.188 0.133
Si -0.055 0 0.031
Si 0.001 -0.04 -0.278
Si 0.003 0.014 -0.066
Si 0.035 -0.019 -0.076
Si -0.052 -0.099 0.147
Si 0.037 -0.117 -0.074
Si -0.021 0.021 -0.096
Si -0.004 -0.033 0.037
Si 0.014 -0.067 -0.019
Si 0.033 -0.034 -0.079
Si -0.019 0.048 0.231
Si -0.044 0.069 0.019
Si 0.078 0.034 0.107
Si -0.067 -0.058 0.014
Si 0.034 0.06 -0.012
Si -0.163 0.014 0.017
Si -0.014 -0.033 0.002
Si 0.048 0.083 -0.006
Si -0.013 0.067 -0.005
Si 0.043 0.05 -0.041
Si 0.027 0.096 0.129
Si -0.013 -0.074 0.029
Si 0.156 0.079 -0.033
Si -0.014 0.04 -0.034
Si -0.115 0.047 0.228
Si -0.039 0.003 -0.1
Si -0.056 -0.054 -0.055
Si -0.029 -0.058 0.034
Si -0.102 0.015 0.05
Si 0.083 -0.023 0.109
Si -0.091 0.121 0.068
Si 0.095 0.057 -0.245
Si 0.024 0.017 0.135
Si -0.157 -0.109 -0.129
Si -0.032 -0.034 -0.123
Si 0.008 -0.002 -0.117
Si -0.031 0.065 -0.126
Si 0.112 -0.128 -0.055
Si -0.068 -0.046 -0.041
Si 0.037 -0.048 0.067
Si 0.029 -0.085 0.087
Si -0.009 -0.097 0.064
Si 0.025 0.005 -0.074
Si -0.016 0.12 -0.002
Si 0.068 -0.119 0.668
Si -0.443 0.326 0.526
Si 0.232 -0.211 0.598
Si 0.337 0.014 0.678
Si 0.163 -0.177 0.699
Si -0.032 0.134 0.71
Si 0.184 -0.369 0.602
Si 0.413 -0.178 0.759
Si -0.14 0.299 0.709
Si -0.051 0.082 0.757
Si 0.166 -0.08 0.873
Si -0.344 0.136 0.754
Si -0.185 0.114 0.719
Si -0.116 0.166 0.679
Si 0.26 -0.201 0.761
Si 0.237 -0.409 0.724
Si -0.009 -0.017 0.583
Si 0.096 0.007 0.43
Si 0.036 0.032 -0.011
Si -0.03 -0.046 -0.028
Si 0.002 0.023 -0.031
Si -0.002 -0.049 -0.072
Si -0.03 -0.046 -0.03
Si -0.005 -0.005 -0.048
Si -0.002 0.023 -0.018
Si -0.031 0.039 -0.05
Si 0.02 -0.01 -0.033
Si -0.054 -0.032 -0.026
Si -0.002 0.029 -0.062
Si -0.03 0.042 -0.116
Si 0.001 0.02 -0.044
Si -0.009 -0.006 -0.046
Si 0.05 0.034 -0.084
Si 0.046 -0.056 -0.011
Si 0.029 0.005 -0.009
Si 0.028 0.056 -0.038
Si 0.016 -0.038 0.024
Si 0.007 0.001 0.069
Si 0.006 -0.037 0.04
Si 0 0.021 0.022
Si 0.013 0.031 0.018
Si -0.019 -0.005 0.005
Si -0.007 -0.006 0.01
Si -0.016 -0.06 0.003
Si -0.014 0.02 -0.034
Si -0.016 0.031 0.01
Si 0.013 -0.025 0.008
Si 0.046 -0.057 0.03
Si 0.011 0.035 -0.042
Si -0.084 -0.018 -0.01
Si 0.044 -0.011 0.016
Si 0.015 0.002 0.056
Si -0.032 0.023 0.056
Si 0.022 -0.003 0.014
Si 0.035 -0.016 -0.006
Si -0.018 0.006 0.017
Si 0.007 -0.007 -0.023
Si 0.02 -0.01 0.019
Si 0.031 -0.026 -0.044
Si 0.001 0.003 -0.011
Si -0.037 0.027 0.007
Si 0.03 0.016 -0.011
Si 0.007 0.005 -0.004
Si 0.005 -0.015 0.005
Si -0.025 -0.018 -0.049
Si -0.014 0.012 -0.019
Si -0.018 -0.016 0.008
Si -0.006 0.005 -0.026
Si 0.003 0.005 -0.025
Si -0.025 -0.037 -0.01
Si 0.001 -0.02 -0.03
Si 0.034 0.013 -0.002
Si -0.003 -0.008 -0.001
Si 0 0.017 -0.003
Si -0.006 -0.014 -0.001
Si 0.024 0.029 0.007
Si 0.001 -0.003 0.013
Si 0.011 -0.015 0.015
Si -0.004 0.011 0.012
Si 0.003 0.032 -0.001
Si -0.003 0 -0.01
Si 0.02 0.026 0
Si -0.013 -0.001 -0.001
Si 0.013 0.013 0.02
Si -0.02 -0.015 0.012
Si 0.011 0.009 0.007
Si 0.015 0.002 0.013
Si 0.003 0.004 0.011
Si -0.021 -0.036 0.003
Si 0.004 -0.005 0.008
Si 0.002 0.036 -0.018
Si 0.002 -0.019 0.016
Si -0.025 0.019 0.01
Si -0.006 0.008 0.025
Si -0.024 -0.023 0.011
Si -0.019 -0.034 0.028
Si 0.007 -0.001 0.011
Si -0.01 -0.021 0.015
Si -0.003 -0.021 0.022
Si 0.013 -0.017 0.025
Si -0.03 -0.002 0.003
Si -0.001 -0.02 0.006
Si 0.013 -0.007 0.031
Si 0.001 0.034 0.05
Si -0.001 0.001 0.029
Si -0.006 0.014 -0.005
Si 0.011 0.018 0.023
Si 0.019 0.007 0.011
Si -0.017 -0.011 -0.02
Si 0.001 -0.032 -0.014
Si 0.005 0.007 -0.002
Si -0.012 0.004 -0.004
Si 0.012 -0.07 -0.028
Si 0.028 0.038 -0.04
Si -0.001 -0.04 -0.035
Si -0.002 0.029 -0.007
Si 0.018 0.01 -0.044
Si 0.001 -0.009 -0.025
Si 0.02 0.025 0.027
Si -0.01 0.018 -0.03
Si 0.023 0.01 -0.023
Si 0.001 -0.009 -0.01
Si 0.001 0.015 -0.026
Si 0.014 -0.013 -0.016
Si -0.003 0.007 -0.013
Si -0.032 0.007 -0.019
Si 0.017 0.007 0.059
Si -0.013 0.011 0.004
Si -0.011 -0.014 0.064
Si 0.011 -0.007 0.02
Si 0.022 0.041 0.057
Si -0.034 -0.011 0.045
Si -0.033 0.023 0.01
Si 0 -0.007 0.05
Si -0.005 0.017 0.029
Si -0.014 -0.008 0.072
Si 0.02 -0.001 0.025
Si -0.052 -0.006 0.045
Si -0.004 -0.02 0.009
Si 0.004 0.029 0.072
Si 0.004 0.01 0.052
Si -0.03 -0.01 0.053
Si 0.002 0.019 0.03
Si 0.017 -0.023 0.035
Si -0.101 -0.011 -0.666
Si -0.281 -0.379 -0.697
Si 0.065 0.209 -0.79
Si -0.226 -0.036 -0.718
Si 0.136 0.15 -0.68
Si 0.055 -0.239 -0.638
Si 0.246 0.034 -0.666
Si -0.17 -0.077 -0.649
Si 0.313 0.14 -0.693
Si -0.165 -0.202 -0.737
Si 0.231 0.217 -0.737
Si -0.231 -0.164 -0.71
Si 0.205 0.164 -0.661
Si -0.177 -0.101 -0.759
Si 0.195 0.137 -0.709
Si -0.231 -0.142 -0.744
Si 0.242 0.09 -0.774
Si -0.08 0.032 -0.64
Si -0.176 0.001 0.002
Si -0.023 -0.061 0.069
Si -0.09 -0.024 -0.075
Si -0.004 0.103 -0.025
Si -0.043 0.097 0.133
Si -0.073 0.056 -0.125
Si 0.017 -0.064 -0.087
Si 0.028 -0.001 0.131
Si -0.191 -0.056 0.081
Si 0.06 -0.048 0.187
Si -0.039 -0.081 -0.098
Si 0.01 -0.021 -0.056
Si -0.047 -0.018 0.022
Si -0.067 0.053 -0.081
Si -0.018 -0.112 0.03
Si -0.081 0.082 -0.034
Si -0.089 -0.024 -0.021
Si -0.021 0.023 0.099
Si 0.021 0.102 0.025
Si -0.028 0.063 0.015
Si 0.143 0.094 -0.086
Si -0.052 -0.081 0.162
Si 0.065 -0.002 -0.008
